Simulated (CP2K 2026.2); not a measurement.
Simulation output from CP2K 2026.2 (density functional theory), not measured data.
Periodic cell of 3024 atoms, Si2160O864, from a study of silicon, its oxide and their interface. The atomic structure is a simulated model.
Doubt: the forces sum to 8.06 eV/angstrom along one axis rather than to zero, so they err by at least 0.0027 eV/angstrom per atom on average; the grid cutoff is modest.

Settings
functional: PBE
method: Gaussian and plane waves
basis set: DZVP-MOLOPT-SR-GTH
pseudopotentials: GTH-PBE
grid cutoff: 300 Ry, relative cutoff 40 Ry
k points: Gamma only
occupations: fixed
spin: none
net charge: 0

Cell vectors (angstrom)
a 97.92 0 0
b 0 16.32 0
c -5.6503 5.5796 33.2992

Atoms: element, x, y, z (angstrom)
Si 1.095 -1.081 0.087
Si 4.383 0.989 0.033
Si 1.404 4.108 0.24
Si 4.048 7.023 0.228
Si 1.757 -7.193 0.125
Si 4.357 -4.262 0.142
Si 6.639 -1.249 0.199
Si 9.368 1.672 0.249
Si 7.104 3.794 0.244
Si 9.91 6.492 0.015
Si 6.638 9.892 -0.216
Si 9.817 -4.378 0.145
Si 12.559 -1.48 0.388
Si 15.227 0.972 0.44
Si 12.152 4.246 0.177
Si 15.157 6.543 0.151
Si 12.065 -6.526 0.159
Si 14.643 -3.766 0.233
Si 2.749 -0.039 1.405
Si 5.472 2.613 1.415
Si 2.901 5.394 1.492
Si 5.607 8.298 1.342
Si 2.784 -5.478 1.377
Si 5.493 -2.771 1.529
Si 8.225 -0.025 1.437
Si 10.973 2.739 1.541
Si 8.263 5.464 1.397
Si 10.934 -8.194 1.391
Si 8.196 -5.51 1.36
Si 10.916 -2.745 1.468
Si 13.673 -0.05 1.8
Si 16.342 2.733 1.486
Si 13.642 5.419 1.53
Si 16.255 -8.159 1.463
Si 13.56 -5.38 1.534
Si 16.301 -2.762 1.554
Si 1.446 1.308 2.815
Si 4.194 4.003 2.813
Si 1.533 6.723 2.891
Si 4.189 9.552 2.779
Si 1.367 -4.089 2.678
Si 4.074 -1.411 2.807
Si 6.829 1.286 2.82
Si 9.584 4.122 2.851
Si 6.881 6.843 2.718
Si 9.508 -6.888 2.762
Si 6.904 -4.124 2.807
Si 9.562 -1.376 2.808
Si 12.249 1.37 2.949
Si 14.96 4.038 2.883
Si 12.285 6.829 2.831
Si 14.936 -6.777 2.823
Si 12.219 -4.062 2.918
Si 15.031 -1.435 3.041
Si 0.02 -0.038 4.116
Si 2.78 2.691 4.168
Si 0.058 5.375 4.125
Si 2.858 8.158 4.168
Si 0.059 -5.461 4.086
Si 2.711 -2.777 4.125
Si 5.45 -0.049 4.17
Si 8.183 2.712 4.155
Si 5.536 5.437 4.107
Si 8.186 -8.191 4.183
Si 5.506 -5.434 4.177
Si 8.211 -2.734 4.176
Si 10.876 -0.026 4.226
Si 13.61 2.723 4.277
Si 10.923 5.474 4.212
Si 13.604 -8.134 4.209
Si 10.843 -5.486 4.169
Si 13.593 -2.759 4.313
Si 1.293 -1.38 16.411
Si 4.046 1.387 16.462
Si 1.333 4.089 16.457
Si 4.022 6.808 16.413
Si 1.329 -6.794 16.449
Si 4.005 -4.098 16.427
Si 6.77 -1.321 16.477
Si 9.519 1.369 16.387
Si 6.77 4.092 16.431
Si 9.481 -9.547 16.435
Si 6.747 -6.806 16.413
Si 9.507 -4.053 16.422
Si 12.223 -1.388 16.395
Si 14.966 1.382 16.4
Si 12.254 4.067 16.44
Si 14.993 -9.482 16.4
Si 12.225 -6.817 16.424
Si 14.944 -4.078 16.4
Si 2.659 -0.014 17.757
Si 5.398 2.787 17.829
Si 2.713 5.467 17.841
Si 5.353 8.179 17.771
Si 2.639 -5.403 17.857
Si 5.363 -2.73 17.761
Si 8.166 0.088 17.8
Si 10.88 2.681 17.782
Si 8.132 5.415 17.821
Si 10.855 -8.194 17.769
Si 8.11 -5.412 17.727
Si 10.914 -2.756 17.811
Si 13.553 0.015 17.717
Si 16.384 2.756 17.699
Si 13.658 5.46 17.729
Si 16.313 -8.161 17.851
Si 13.604 -5.467 17.77
Si 16.28 -2.649 17.705
Si 1.258 1.34 19.076
Si 4.072 4.147 19.263
Si 1.356 6.805 19.227
Si 4.036 -6.771 19.19
Si 1.217 -4.023 19.208
Si 3.999 -1.385 19.125
Si 6.813 1.497 19.178
Si 9.515 4.001 19.153
Si 6.689 6.79 19.105
Si 9.463 -6.782 19.049
Si 6.746 -4.071 19.099
Si 9.585 -1.287 19.085
Si 12.272 1.355 19.16
Si 15.113 4.177 19.064
Si 12.244 -9.587 19.097
Si 14.915 -6.8 19.198
Si 12.258 -4.195 19.196
Si 14.861 -1.329 19.084
Si -0.106 0.037 20.53
Si 2.607 2.714 20.429
Si -0.092 5.346 20.406
Si 2.692 8.217 20.636
Si -0.074 -5.421 20.638
Si 2.527 -2.6 20.565
Si 5.452 0.003 20.346
Si 8.157 2.821 20.686
Si 5.449 5.527 20.69
Si 8.066 8.197 20.342
Si 5.421 -5.374 20.546
Si 8.154 -2.664 20.318
Si 10.935 0.006 20.581
Si 13.737 2.798 20.311
Si 10.945 5.289 20.468
Si 13.493 -8.205 20.532
Si 10.821 -5.586 20.532
Si 13.608 -2.759 20.512
Si 1.507 -0.888 21.983
Si 3.887 1.156 21.586
Si 0.935 3.719 21.753
Si 4.325 7.175 21.999
Si 1.623 -6.438 21.951
Si 3.777 -4.151 21.745
Si 7.042 -1.105 21.655
Si 9.292 1.109 21.866
Si 7.229 4.642 22.02
Si 9.473 6.753 21.489
Si 6.618 -6.984 21.822
Si 9.654 -3.871 21.607
Si 11.982 -1.727 21.839
Si 15.216 1.754 21.779
Si 12.617 4.18 21.789
Si 14.688 -9.763 21.801
Si 11.682 -7.383 21.876
Si 15.382 -3.753 21.687
Si 5.604 -2.846 23.834
Si 15.816 -6.209 -6.825
Si 6.65 3.327 24.801
Si 0.358 -8.173 23.944
Si 10.889 -6.919 -4.746
Si 4.149 1.768 24.466
Si 7.814 -5.048 23.871
Si 11.852 -7.251 24.908
Si 8.487 2.725 -6.066
Si 17.069 0.813 26.123
Si 12.733 6.252 26.081
Si 4.064 -1.169 25.76
Si 13.327 2.269 24.056
Si 12.28 -2.02 -5.664
Si 19.718 1.198 -4.357
Si 12.299 -1.966 24.871
Si 9.65 -5.808 26.19
Si 20.688 6.771 -2.566
Si 3.009 -2.376 -2.04
Si 10.664 -0.229 -1.535
Si 13.077 3.572 -2.766
Si 1.155 -1.214 25.117
Si 6.137 0.872 -5.073
Si 1.92 -4.579 -3.798
Si 4.058 0.301 -2.846
Si 12.088 -4.245 -3.949
Si 10.353 -1.852 -3.774
Si 5.438 5.279 -1.939
Si 13.804 -7.907 -4.971
Si 17.439 -5.558 -2.513
Si 10.796 4.308 -4.431
Si 21.379 3.704 -7.017
Si 18.229 2.31 -2.005
Si 13.47 5.296 -5.007
Si 13.358 7.978 -2.029
Si 16.432 -1.722 -6.688
Si 14.748 -1.305 -4.092
Si 6.539 4.96 -6.635
Si 2.903 6.568 24.823
Si 1.222 5.749 -4.409
Si 17.996 -4.256 -6.67
Si 22.884 -6.232 -2.752
Si 5.879 -1.951 -6.232
Si 14.945 -4.199 -2.803
Si 6.282 -4.967 -5.624
Si 6.731 -6.86 -3.331
Si 10.517 6.981 -2.829
Si 18.039 6.05 -7.053
Si 15.15 1.385 -2.431
Si 25.462 5.419 -3.945
Si 20.422 5.624 -5.239
Si 8.598 -2.373 -1.701
Si 9.232 1.829 24.779
Si 19.739 4.96 23.972
Si 17.507 -1.194 0.331
Si 20.302 1.089 0.154
Si 17.4 4.348 0.093
Si 19.951 7.009 0.261
Si 17.792 -7.005 0.136
Si 20.619 -4.175 0.299
Si 22.661 -0.985 0.013
Si 25.529 1.716 -0.173
Si 23.328 3.935 0.124
Si 25.798 6.506 0.113
Si 22.788 -6.492 0.162
Si 26.077 -4.318 0.026
Si 28.572 -1.639 -0.209
Si 31.508 1.311 0.11
Si 28.248 4.521 0.004
Si 31.609 6.721 -0.1
Si 28.325 -6.453 0.199
Si 31.613 -4.247 0.101
Si 19.019 -0.059 1.685
Si 21.619 2.755 1.263
Si 18.88 5.441 1.561
Si 21.708 -8.188 1.387
Si 18.968 -5.403 1.435
Si 21.784 -2.601 1.521
Si 24.404 0.107 1.193
Si 27.161 2.785 1.216
Si 24.461 5.346 1.611
Si 27.07 -8.126 1.289
Si 24.465 -5.397 1.384
Si 27.205 -2.739 1.348
Si 29.891 -0.063 1.152
Si 32.666 2.866 1.394
Si 29.916 5.635 1.237
Si 32.709 -8.148 1.392
Si 29.92 -5.288 1.437
Si 32.672 -2.567 1.34
Si 17.688 1.414 2.912
Si 20.368 4.091 2.766
Si 17.58 6.835 2.906
Si 20.368 -6.788 2.78
Si 17.663 -4.109 2.871
Si 20.405 -1.392 2.962
Si 23.059 1.417 2.665
Si 25.906 4.019 2.823
Si 23.081 6.82 2.788
Si 25.791 -6.782 2.742
Si 23.182 -3.995 2.785
Si 25.795 -1.282 2.583
Si 28.537 1.361 2.528
Si 31.219 4.208 2.656
Si 28.545 6.921 2.665
Si 31.274 -6.761 2.717
Si 28.57 -3.978 2.811
Si 31.243 -1.272 2.68
Si 16.361 0.024 4.289
Si 19.071 2.759 4.217
Si 16.273 5.438 4.247
Si 19.027 -8.137 4.188
Si 16.304 -5.459 4.217
Si 19.021 -2.757 4.248
Si 21.793 0.057 4.161
Si 24.451 2.705 4.107
Si 21.727 5.455 4.134
Si 24.459 -8.135 4.127
Si 21.77 -5.4 4.104
Si 24.537 -2.63 4.094
Si 27.177 0.058 3.977
Si 29.885 2.754 3.963
Si 27.255 5.486 4.068
Si 29.904 -8.09 4.086
Si 27.196 -5.412 4.089
Si 29.932 -2.613 4.125
Si 17.684 -1.341 16.344
Si 20.432 1.399 16.362
Si 17.725 4.136 16.374
Si 20.401 -9.488 16.404
Si 17.659 -6.816 16.414
Si 20.441 -4.073 16.341
Si 23.153 -1.361 16.318
Si 25.898 1.369 16.355
Si 23.154 4.093 16.372
Si 25.874 -9.527 16.367
Si 23.119 -6.803 16.373
Si 25.854 -4.081 16.329
Si 28.639 -1.354 16.373
Si 31.297 1.335 16.352
Si 28.591 4.076 16.364
Si 31.306 -9.498 16.433
Si 28.593 -6.827 16.36
Si 31.322 -4.084 16.342
Si 19.07 0.005 17.674
Si 21.793 2.746 17.741
Si 19.031 5.509 17.791
Si 21.735 -8.12 17.772
Si 19.063 -5.43 17.669
Si 21.803 -2.708 17.692
Si 24.521 -0.014 17.656
Si 27.265 2.7 17.743
Si 24.517 5.439 17.735
Si 27.209 -8.161 17.735
Si 24.484 -5.433 17.694
Si 27.257 -2.752 17.654
Si 29.979 0.001 17.793
Si 32.666 2.648 17.712
Si 29.94 5.403 17.753
Si 32.646 -8.117 17.836
Si 30.018 -5.513 17.686
Si 32.633 -2.695 17.708
Si 17.692 1.33 19.024
Si 20.399 4.12 19.091
Si 17.71 -9.461 19.26
Si 20.345 -6.735 19.142
Si 17.712 -4.015 18.933
Si 20.46 -1.318 19.024
Si 23.173 1.324 19.038
Si 25.881 4.043 19.074
Si 23.123 -9.517 19.069
Si 25.801 -6.798 19.07
Si 23.133 -4.08 19.059
Si 25.913 -1.367 18.977
Si 28.604 1.349 19.162
Si 31.267 3.943 19.087
Si 28.585 -9.515 19.091
Si 31.314 -6.724 19.267
Si 28.593 -4.205 18.942
Si 31.323 -1.394 19.165
Si 16.191 0.107 20.374
Si 19.095 2.629 20.369
Si 16.43 5.433 20.638
Si 19.02 -8.043 20.652
Si 16.395 -5.34 20.318
Si 19.022 -2.618 20.296
Si 21.826 -0.032 20.432
Si 24.54 2.66 20.409
Si 21.771 5.474 20.46
Si 24.374 -8.089 20.446
Si 21.687 -5.306 20.456
Si 24.602 -2.767 20.308
Si 27.197 -0.027 20.436
Si 29.962 2.613 20.623
Si 27.19 5.424 20.423
Si 29.97 -8.219 20.537
Si 27.294 -5.534 20.365
Si 29.822 -2.822 20.318
Si 17.442 -1.417 21.519
Si 20.696 1.562 21.745
Si 17.672 3.732 21.833
Si 20.678 -9.242 21.831
Si 17.92 -6.257 21.835
Si 20.149 -4.023 21.758
Si 23.505 -1.184 21.595
Si 25.655 1.097 21.801
Si 22.926 3.79 21.645
Si 25.884 -9.368 21.674
Si 22.768 -6.904 21.768
Si 26.161 -3.954 21.617
Si 28.269 -1.705 21.64
Si 31.582 1.319 21.886
Si 28.815 4.358 21.758
Si 31.166 -9.894 21.712
Si 28.223 -7.22 21.759
Si 31.124 -3.748 22.008
Si 20.495 -2.541 24.59
Si 30.305 -3.16 -2.41
Si 24.375 5.422 23.934
Si 15.243 6.629 24.728
Si 26.665 -6.14 -4.272
Si 23.379 -2.315 24.491
Si 31.77 6.938 -6.004
Si 29.382 6.326 26.057
Si 17.873 6.29 25.67
Si 36.496 4.994 -4.161
Si 28.45 3.704 24.683
Si 24.066 -6.86 -5.447
Si 34.042 0.532 -4.43
Si 31.178 -6.524 -7.013
Si 24.704 3.595 26.085
Si 30.569 -1.159 23.529
Si 24.389 -5.219 23.861
Si 35.49 -7.694 -2.051
Si 18.832 -2.971 -1.814
Si 29.729 2.734 -1.953
Si 22.186 4.961 25.613
Si 26.051 5.761 -7.042
Si 18.982 0.066 23.874
Si 22.327 7.306 -6.975
Si 24.886 -3.933 -2.83
Si 29.738 -5.719 -4.304
Si 27.525 0.84 -4.948
Si 25.199 2.653 -4.489
Si 16.199 -5.249 24.084
Si 35.567 -2.195 -1.938
Si 29.596 3.277 -4.931
Si 28.621 -7.307 24.836
Si 35.226 2.682 -2.418
Si 28.664 6.067 -5.713
Si 29.922 -7.928 -2.096
Si 30.549 2.513 26.175
Si 31.81 -1.476 -4.438
Si 18.742 -7.305 26.001
Si 23.137 -1.616 -3.004
Si 20.496 -2.971 -6.713
Si 26.32 1.528 24.888
Si 37.825 -5.817 -1.799
Si 22.815 1.115 -4.545
Si 27.494 0.498 -2.101
Si 20.461 -6.792 -6.939
Si 20.055 -6.771 -3.75
Si 23.482 6.177 -1.928
Si 36.094 -7.701 -6.683
Si 27.5 7.5 -3.419
Si 41.326 6.207 -3.823
Si 25.97 -6.518 26.126
Si 20.254 -1.72 -4.031
Si 34.337 7.349 -4.609
Si 35.762 1.71 25.803
Si 33.704 -0.897 -0.026
Si 36.902 1.396 0
Si 33.745 4.354 -0.122
Si 36.905 6.823 -0.035
Si 33.872 -6.451 0.31
Si 36.634 -4.06 0.385
Si 39.11 -0.94 -0.01
Si 42.253 1.417 0.273
Si 40.022 3.617 -0.143
Si 41.975 7.285 0.24
Si 39.662 -6.871 0.088
Si 42.438 -4.231 0.159
Si 44.537 -0.725 -0.086
Si 47.945 1.125 -0.06
Si 44.911 4.163 0.005
Si 47.817 6.732 0.222
Si 44.631 -6.51 0.177
Si 47.706 -4.139 0.038
Si 35.338 0.18 1.299
Si 38.231 2.829 1.274
Si 35.444 5.433 1.211
Si 38.027 -7.986 1.369
Si 35.272 -5.296 1.739
Si 38.089 -2.564 1.404
Si 40.79 0.002 1.384
Si 43.633 2.838 1.471
Si 40.886 5.431 1.21
Si 43.54 -8.013 1.591
Si 40.78 -5.288 1.412
Si 43.579 -2.514 1.274
Si 46.227 0.178 1.286
Si 49.031 2.814 1.179
Si 46.22 5.522 1.413
Si 49.014 -7.986 1.38
Si 46.238 -5.338 1.403
Si 48.918 -2.666 1.398
Si 34.038 1.513 2.735
Si 36.809 4.15 2.643
Si 34.103 6.802 2.679
Si 36.731 -6.718 2.853
Si 33.905 -3.867 2.891
Si 36.659 -1.22 2.71
Si 39.45 1.421 2.72
Si 42.214 4.215 2.732
Si 39.432 6.826 2.604
Si 42.124 -6.634 2.838
Si 39.449 -3.927 2.764
Si 42.17 -1.324 2.731
Si 44.976 1.471 2.784
Si 47.634 4.098 2.655
Si 44.909 6.878 2.814
Si 47.597 -6.713 2.752
Si 44.911 -3.889 2.699
Si 47.535 -1.263 2.673
Si 32.635 0.104 4.033
Si 35.44 2.822 4.066
Si 32.655 5.501 4.034
Si 35.373 -8.136 4.122
Si 32.581 -5.364 4.121
Si 35.357 -2.564 4.155
Si 38.059 0.102 4.083
Si 40.831 2.808 4.053
Si 38.1 5.528 4.049
Si 40.77 -8.115 4.058
Si 38.106 -5.323 4.13
Si 40.828 -2.632 4.139
Si 43.538 0.087 4.059
Si 46.316 2.815 4.124
Si 43.535 5.533 4.144
Si 46.272 -8.072 4.128
Si 43.541 -5.263 4.095
Si 46.253 -2.602 4.108
Si 34.054 -1.363 16.367
Si 36.757 1.392 16.353
Si 34.017 4.078 16.378
Si 36.754 -9.464 16.361
Si 34.018 -6.765 16.432
Si 36.756 -4.011 16.412
Si 39.478 -1.337 16.346
Si 42.232 1.411 16.295
Si 39.475 4.134 16.339
Si 42.243 -9.374 16.309
Si 39.501 -6.699 16.352
Si 42.183 -4.023 16.353
Si 44.939 -1.285 16.282
Si 47.654 1.452 16.285
Si 45.032 4.196 16.253
Si 47.665 -9.439 16.307
Si 44.897 -6.725 16.3
Si 47.635 -3.994 16.251
Si 35.47 -0.041 17.718
Si 38.121 2.749 17.716
Si 35.39 5.465 17.699
Si 38.126 -8.057 17.678
Si 35.353 -5.343 17.777
Si 38.17 -2.689 17.793
Si 40.859 0.037 17.651
Si 43.726 2.761 17.524
Si 40.846 5.586 17.589
Si 43.606 -8.06 17.756
Si 40.852 -5.377 17.784
Si 43.58 -2.637 17.638
Si 46.32 0.063 17.635
Si 48.99 2.831 17.65
Si 46.33 5.557 17.707
Si 49.039 -8.121 17.683
Si 46.288 -5.366 17.593
Si 48.965 -2.581 17.57
Si 34.033 1.231 19.03
Si 36.743 4.12 19.061
Si 34.017 -9.564 19.102
Si 36.783 -6.693 19.057
Si 33.936 -3.986 19.144
Si 36.848 -1.322 19.185
Si 39.522 1.372 19.034
Si 42.406 4.243 18.684
Si 39.486 -9.41 19.029
Si 42.216 -6.741 19.154
Si 39.545 -4.008 19.215
Si 42.259 -1.268 19.017
Si 45.025 1.441 18.999
Si 47.696 4.204 19.074
Si 45.056 -9.361 19.126
Si 47.661 -6.708 18.936
Si 44.964 -3.999 18.949
Si 47.678 -1.261 19.028
Si 32.792 -0.13 20.558
Si 35.374 2.651 20.301
Si 32.673 5.27 20.391
Si 35.372 -8.088 20.331
Si 32.615 -5.238 20.691
Si 35.331 -2.643 20.477
Si 38.272 0.029 20.594
Si 41.064 2.89 19.926
Si 38.088 5.545 20.378
Si 40.838 -8.124 20.521
Si 38.104 -5.355 20.55
Si 41.04 -2.633 20.496
Si 43.602 0.137 20.342
Si 46.393 2.787 20.388
Si 43.621 5.49 20.247
Si 46.517 -8.006 20.493
Si 43.682 -5.351 20.377
Si 46.294 -2.631 20.327
Si 34.464 -1.079 22.08
Si 36.606 1.276 21.715
Si 33.739 3.596 21.671
Si 36.902 -9.191 21.699
Si 34.264 -6.579 21.747
Si 36.348 -4.275 21.743
Si 39.696 -1.402 21.96
Si 42.464 1.852 21.451
Si 39.865 4.32 21.248
Si 42.015 -9.863 21.638
Si 39.182 -7.009 21.827
Si 42.737 -3.719 21.763
Si 44.823 -1.387 21.618
Si 48.007 1.734 21.763
Si 44.755 3.931 21.567
Si 47.905 -9.304 21.995
Si 45.236 -6.483 21.718
Si 47.347 -4.197 21.726
Si 40.729 0.828 23.884
Si -46.873 -3.986 -7.04
Si 43.588 -2.376 -6.253
Si 32.553 -8.152 23.778
Si 41.242 -4.679 -4.468
Si 38.517 2.757 23.426
Si 42.329 -4.258 24.814
Si 43.288 -8 23.694
Si 39.915 2.525 -7.042
Si 48.774 -2.415 23.93
Si 45.128 3.656 -6.206
Si 43.613 6.164 -1.967
Si 48.041 -4.834 -6.684
Si 41.586 -7.381 -5.52
Si 38.947 5.308 25.186
Si 46.653 -0.125 23.901
Si 40.684 -6.581 24.479
Si -46.323 -8.045 -1.794
Si 34.592 -2.403 -4.58
Si 44.987 1.208 -4.496
Si 47.439 4.734 -4.355
Si 37.975 -3.109 23.826
Si 39.638 0.584 -4.764
Si 30.825 -5.778 24.306
Si 38.272 -1.05 -2.755
Si 47.739 7.698 -4.16
Si 38.604 -3.779 -3.89
Si 37.826 5.971 -6.64
Si 44.151 -7.604 -6.818
Si -45.29 -3.959 -4.398
Si 42.457 -0.745 -4.117
Si 44.077 6.745 26.089
Si -46.142 3.46 -2.386
Si 37.808 -4.761 26.095
Si 45.985 8.053 -1.988
Si -43.391 -0.182 -5.304
Si 46.34 -2.88 -5.151
Si 40.603 5.417 -6.394
Si 36.386 6.481 24.663
Si 37.898 -0.657 -7.034
Si 46.96 -0.183 -6.502
Si -40.574 -7.826 -2.058
Si 34.513 4.181 24.524
Si 45.815 -2.639 -2.099
Si 34.605 -0.906 25.185
Si 37.742 -5.396 -6.478
Si 38.867 5.542 -2.093
Si 47.171 -7.579 -6.798
Si 46.59 2.63 -2.26
Si -41.703 -6.938 -4.688
Si -48.07 5.36 -6.235
Si 42.885 -3.267 -2.536
Si -47.215 7.746 -4.358
Si -45.724 5.181 24.158
Si 50.094 -1.198 0.031
Si 53.039 1.544 -0.231
Si 50.076 4.54 -0.097
Si 53.154 6.785 0.127
Si 49.942 -6.342 -0.077
Si 53.279 -4.278 0.096
Si 55.995 -1.607 -0.099
Si -39.781 1.636 -0.006
Si 55.92 3.889 0.118
Si -39.274 6.568 -0.087
Si 55.468 -6.511 0.07
Si -39.673 -3.819 -0.054
Si -36.826 -1.291 0.07
Si -33.923 1.11 0.172
Si -36.899 4.517 -0.085
Si -33.74 6.622 0.089
Si -36.659 -6.768 0.131
Si -33.722 -4.483 -0.095
Si 51.753 0.062 1.153
Si 54.278 2.787 1.349
Si 51.734 5.408 1.369
Si 54.422 -8.097 1.423
Si 51.614 -5.382 1.309
Si 54.441 -2.675 1.321
Si -40.857 -0.001 1.262
Si -38.048 2.78 1.158
Si -40.788 5.476 1.334
Si -38.201 -8.104 1.274
Si -40.824 -5.375 1.303
Si -38.133 -2.727 1.337
Si -35.338 -0.161 1.459
Si -32.848 2.642 1.559
Si -35.439 5.59 1.356
Si -32.612 -8.168 1.404
Si -35.284 -5.433 1.408
Si -32.65 -2.736 1.104
Si 50.395 1.444 2.57
Si 53.004 4.087 2.785
Si 50.403 6.908 2.674
Si 52.965 -6.763 2.704
Si 50.323 -4.004 2.719
Si 53.052 -1.283 2.609
Si -42.233 1.358 2.63
Si -39.401 4.082 2.645
Si -42.117 6.849 2.711
Si -39.512 -6.766 2.666
Si -42.147 -4.022 2.709
Si -39.489 -1.328 2.673
Si -36.759 1.368 2.603
Si -34.198 4.115 2.754
Si -36.799 6.916 2.7
Si -33.985 -6.826 2.761
Si -36.721 -4.068 2.673
Si -33.956 -1.519 2.702
Si 48.981 0.105 3.961
Si 51.661 2.724 4.093
Si 48.99 5.517 3.993
Si 51.692 -8.111 4.115
Si 48.969 -5.357 4.09
Si 51.701 -2.627 4.019
Si -43.538 0.027 4.042
Si -40.816 2.725 3.974
Si -43.508 5.487 4.052
Si -40.81 -8.113 4.085
Si -43.551 -5.384 4.026
Si -40.808 -2.679 4.072
Si -38.115 0.036 4.003
Si -35.48 2.697 4.074
Si -38.105 5.468 4.04
Si -35.403 -8.136 4.092
Si -38.098 -5.435 4.016
Si -35.38 -2.761 4.077
Si 50.367 -1.255 16.259
Si 53.063 1.435 16.269
Si 50.366 4.179 16.32
Si 53.055 -9.465 16.365
Si 50.377 -6.752 16.32
Si 53.075 -4.058 16.326
Si -42.129 -1.346 16.321
Si -39.442 1.357 16.326
Si -42.139 4.123 16.342
Si -39.445 -9.502 16.331
Si -42.157 -6.772 16.367
Si -39.446 -4.081 16.358
Si -36.698 -1.361 16.343
Si -33.991 1.325 16.351
Si -36.731 4.057 16.295
Si -34.04 -9.567 16.244
Si -36.758 -6.831 16.307
Si -34.011 -4.066 16.289
Si 51.719 0.098 17.63
Si 54.386 2.772 17.664
Si 51.696 5.517 17.752
Si 54.394 -8.107 17.748
Si 51.702 -5.388 17.701
Si 54.464 -2.731 17.678
Si -40.796 0.011 17.706
Si -38.066 2.697 17.676
Si -40.77 5.464 17.718
Si -38.107 -8.166 17.731
Si -40.791 -5.443 17.757
Si -38.057 -2.725 17.691
Si -35.349 -0.019 17.751
Si -32.598 2.658 17.717
Si -35.398 5.422 17.649
Si -32.611 -8.213 17.504
Si -35.389 -5.449 17.604
Si -32.642 -2.691 17.642
Si 50.339 1.465 18.981
Si 53.053 4.11 19.075
Si 50.329 -9.459 19.161
Si 53.02 -6.744 19.137
Si 50.279 -3.932 18.898
Si 53.094 -1.309 18.922
Si 55.72 1.401 19.011
Si -39.394 4.059 19.045
Si 55.775 -9.497 19.077
Si -39.451 -6.814 19.151
Si 55.795 -4.069 19.132
Si -39.397 -1.346 19.056
Si -36.739 1.352 19.088
Si -34.018 4.057 18.968
Si -36.766 -9.578 19.061
Si -33.946 -6.841 18.801
Si -36.739 -4.149 19.037
Si -33.965 -1.4 19.099
Si 49.026 0.123 20.387
Si 51.645 2.795 20.415
Si 49.019 5.475 20.59
Si 51.597 -8.052 20.556
Si 48.874 -5.219 20.238
Si 51.631 -2.572 20.203
Si 54.406 -0.013 20.351
Si 57.087 2.756 20.348
Si 54.413 5.452 20.432
Si 57.111 -8.178 20.526
Si 54.396 -5.366 20.521
Si 57.223 -2.73 20.454
Si -38.09 0.021 20.489
Si -35.352 2.719 20.383
Si -38.083 5.345 20.522
Si -35.264 -8.16 20.178
Si -38.082 -5.468 20.514
Si -35.332 -2.833 20.384
Si 50.565 -1.086 21.671
Si 52.753 1.105 21.563
Si 50.236 3.961 21.971
Si 53.227 -9.318 21.739
Si 50.379 -6.256 21.611
Si 52.693 -4.088 21.558
Si 56.04 -1.117 21.639
Si 58.173 1.22 21.721
Si 55.988 4.279 21.768
Si 58.224 -9.844 21.806
Si 55.474 -7.041 21.815
Si 58.763 -3.846 21.908
Si -36.87 -1.625 21.658
Si -33.786 1.584 21.676
Si -36.357 4.288 21.817
Si -34.18 -9.694 21.553
Si -36.399 -6.729 21.571
Si -34.23 -4.523 21.626
Si -38.969 -5.31 24.494
Si -37.308 -3.113 25.254
Si -43.754 2.79 23.851
Si -45.276 -6.907 24.832
Si -38.199 -2.094 -5.269
Si -40.315 -4.462 -5.779
Si -33.604 4.583 -5.726
Si -38.078 -8.088 23.762
Si -41.912 5.007 -4.887
Si -32.326 -3.52 23.943
Si -39.143 0.594 -6.422
Si -36.612 -5.569 -4.639
Si -33.88 -1.036 -4.34
Si -37.936 0.809 -1.821
Si -35.459 -1.76 -6.878
Si -35.241 -0.01 23.918
Si -42.374 -7.177 24.776
Si -30.189 7.76 -2.26
Si -45.97 -2.368 -2.02
Si -41.79 6.657 26.165
Si -34.382 1.945 -4.804
Si -44.77 -3.894 24.419
Si 46.079 5.495 23.941
Si -44.802 -6.819 -3.814
Si -43.642 -0.313 -2.16
Si -39.549 1.812 24.686
Si 47.244 3.923 25.995
Si -43.488 5.162 -2.236
Si -36.585 5.074 -5.809
Si -31.465 -5.413 -4.458
Si -43.458 2.637 -6.357
Si -36.395 6.955 25.908
Si -30.53 3.106 -2.285
Si -39.387 3.631 -5.504
Si -34.941 -8.133 -1.967
Si -31.008 -1.571 -3.232
Si -34.13 -5.181 -2.917
Si -41.631 7.428 -7.018
Si -42.872 -2.878 -5.997
Si -46.502 2.907 -5.484
Si -36.779 1.707 25.996
Si -28.844 7.561 -4.88
Si -48.132 -7.726 23.949
Si -36.596 -1.543 -2.871
Si -42.443 -2.083 24.553
Si -38.364 -5.573 -2.087
Si -35.784 7.743 -4.671
Si -32.936 -7.787 -5.541
Si -35.621 2.72 -2.026
Si -25.811 3.986 -3.027
Si -26.857 -2.666 -3.796
Si -43.561 0.523 25.969
Si -39.632 -1.233 25.316
Si -30.762 3.908 24.543
Si -31.647 -0.978 -0.176
Si -28.785 1.512 -0.21
Si -31.752 4.15 0.238
Si -28.504 6.433 0.11
Si -31.441 -6.723 -0.018
Si -28.369 -4.518 -0.079
Si -25.494 -1.706 0.186
Si -22.857 0.785 0.04
Si -26.277 4.195 -0.054
Si -22.942 6.363 -0.12
Si -26.251 -6.771 0.153
Si -23.421 -4 0.116
Si -20.641 -1.524 -0.056
Si -17.694 0.896 -0.265
Si -20.749 4.076 -0.268
Si -18.092 7.016 -0.167
Si -20.392 -7.078 0.086
Si -17.392 12.064 0.191
Si -30.111 0.134 1.21
Si -27.302 2.59 1.275
Si -30.013 5.234 1.397
Si -27.398 -8.297 1.45
Si -29.911 -5.565 1.324
Si -27.297 -2.812 1.193
Si -24.415 -0.162 1.498
Si -21.794 2.536 1.195
Si -24.557 5.264 1.179
Si -21.899 -8.354 1.311
Si -24.615 -5.587 1.342
Si -21.822 -2.904 1.405
Si -19.082 -0.258 1.226
Si -16.472 2.549 1.081
Si -19.138 5.271 1.05
Si -16.43 8.069 1.195
Si -19.114 10.844 1.27
Si -16.218 -2.738 1.454
Si -31.373 1.325 2.783
Si -28.621 3.916 2.723
Si -31.304 6.717 2.726
Si -28.687 -6.914 2.795
Si -31.293 -4.085 2.55
Si -28.673 -1.352 2.484
Si -25.892 1.261 2.629
Si -23.202 3.896 2.555
Si -25.865 6.671 2.62
Si -23.224 -6.948 2.653
Si -25.957 -4.154 2.664
Si -23.077 -1.502 2.818
Si -20.385 1.224 2.565
Si -17.752 3.969 2.465
Si -20.444 6.615 2.566
Si -17.752 9.434 2.607
Si -20.435 12.107 2.712
Si -17.713 -1.467 2.706
Si -32.687 -0.095 4.079
Si -29.983 2.641 4.118
Si -32.729 5.411 4.063
Si -30.014 -8.255 4.137
Si -32.625 -5.418 4.024
Si -29.965 -2.724 3.937
Si -27.287 -0.091 3.945
Si -24.543 2.619 3.989
Si -27.238 5.335 4.003
Si -24.561 -8.284 4.023
Si -27.276 -5.517 4.051
Si -24.554 -2.84 4.049
Si -21.721 -0.069 4.038
Si -19.058 2.627 3.913
Si -21.83 5.283 3.921
Si -19.102 8.026 3.938
Si -21.83 10.732 4
Si -19.078 -2.826 4.041
Si -31.285 -1.344 16.281
Si -28.557 1.325 16.231
Si -31.315 4.008 16.249
Si -28.573 -9.56 16.162
Si -31.278 -6.777 16.226
Si -28.555 -4.06 16.281
Si -25.837 -1.406 16.242
Si -23.132 1.286 16.19
Si -25.845 4.062 16.219
Si -23.109 -9.555 16.18
Si -25.827 -6.802 16.159
Si -23.12 -4.156 16.203
Si -20.438 -1.425 16.189
Si -17.726 1.281 16.19
Si -20.407 4.017 16.162
Si -17.737 6.733 16.148
Si -20.464 9.456 16.199
Si -17.749 -4.176 16.167
Si -29.922 0.024 17.639
Si -27.185 2.679 17.567
Si -29.946 5.413 17.509
Si -27.201 -8.166 17.442
Si -29.967 -5.38 17.618
Si -27.189 -2.699 17.669
Si -24.436 -0.083 17.587
Si -21.736 2.631 17.504
Si -24.432 5.414 17.544
Si -21.841 -8.169 17.604
Si -24.463 -5.507 17.578
Si -21.755 -2.811 17.556
Si -19.088 -0.077 17.561
Si -16.385 2.697 17.506
Si -19.127 5.441 17.523
Si -16.351 8.034 17.514
Si -19.077 10.773 17.545
Si -16.411 -2.809 17.514
Si -31.193 1.327 19.151
Si -28.605 4.066 18.844
Si -31.294 -9.573 18.883
Si -28.587 -6.859 18.793
Si -31.268 -3.951 19.048
Si -28.536 -1.25 19.02
Si -25.76 1.337 18.902
Si -23.03 4.012 18.852
Si -25.777 -9.422 18.79
Si -23.191 -6.847 19.062
Si -25.776 -4.124 18.92
Si -23.065 -1.463 18.96
Si -20.41 1.312 18.931
Si -17.736 4.12 18.84
Si -20.5 -9.538 18.936
Si -17.737 9.343 18.853
Si -20.42 -4.193 18.919
Si -17.776 -1.495 18.902
Si -32.603 -0.079 20.528
Si -29.819 2.842 20.454
Si -32.638 5.433 20.278
Si -29.891 -8.259 20.181
Si -32.663 -5.489 20.19
Si -29.881 -2.505 20.47
Si -27.172 0.152 20.351
Si -24.287 2.627 20.223
Si -27.107 5.437 19.951
Si -24.628 -8.153 20.45
Si -27.228 -5.491 20.099
Si -24.443 -2.82 20.35
Si -21.619 -0.146 20.329
Si -19.14 2.832 20.193
Si -21.875 5.434 20.299
Si -19.104 -8.23 20.296
Si -21.782 -5.476 20.363
Si -19.032 -2.918 20.325
Si -31.148 -1.196 22.061
Si -27.952 2.012 21.678
Si -31.588 3.895 21.68
Si -28.273 -9.48 21.348
Si -30.982 -6.579 21.37
Si -28.709 -4.277 21.398
Si -25.649 -1.181 21.499
Si -23.249 0.944 21.569
Si -25.705 4.13 21.25
Si -23.619 -9.939 21.626
Si -26.385 -7.005 21.667
Si -22.827 -3.872 21.754
Si -20.491 -1.744 21.713
Si -17.546 1.64 21.35
Si -20.224 4.421 21.614
Si -17.931 -9.734 21.658
Si -20.275 -6.718 21.667
Si -17.962 -4.621 21.585
Si -25.706 -1.323 24.445
Si -15.607 -6.858 -6.997
Si -21.22 0.61 -6.938
Si -35.757 4.278 24.824
Si -24.039 -1.704 -4.151
Si -29.744 1.061 23.94
Si -23.288 -5.398 24.509
Si -22.275 -8.098 23.769
Si -33.785 6.578 24.55
Si -16.42 -2.928 23.677
Si -23.458 2.264 -5.472
Si -21.096 6.912 -4.404
Si -17.306 -2.911 -7.038
Si -18.653 -5.807 -3.557
Si -18.821 1.332 -5.213
Si -18.959 -1.368 24.523
Si -27.657 -5.358 23.844
Si -14.571 -7.966 -2.856
Si -29.236 -4.115 -3.068
Si -18.93 -1.715 -4.742
Si -23.633 5.051 -4.569
Si -30.646 -6.139 24.177
Si -30.214 1.178 -4.345
Si -34.393 -2.219 25.615
Si -27.042 -0.37 -1.99
Si -12.202 -7.599 -4.574
Si -21.272 -6.327 -4.726
Si -27.13 1.505 -4.314
Si -25.817 -4.129 25.92
Si -13.718 -2.983 -4.747
Si -21.629 -2.376 -5.821
Si -15.994 2.081 -6.522
Si -13.9 5.343 -2.033
Si -22.794 0.808 -2.821
Si -18.596 7.466 -3.001
Si -14.031 -0.363 -6.339
Si -15.943 -4.813 -4.917
Si -30.976 7.698 25.547
Si -28.753 5.979 24.198
Si -30.972 5.604 -4.07
Si -20.554 3.719 24.6
Si -10.58 7.834 -2.222
Si -26.223 -0.853 -5.955
Si -18.908 -3.127 -2.153
Si -27.677 0.556 25.934
Si -24.525 -8.11 -2.044
Si -25.999 6.591 -4.21
Si -8.091 -7.78 -5.159
Si -19.845 1.979 -2.476
Si -9.556 1.833 -6.535
Si -12.504 5.985 -6.152
Si -22.333 -5.854 -2.056
Si -23.159 0.407 24.5
Si -15.676 2.228 25.406
Si -15.313 -1.175 -0.096
Si -12.419 1.677 0.075
Si -14.726 3.811 0.151
Si -12.24 6.672 -0.109
Si -15.325 9.718 -0.062
Si -12.015 11.89 0.017
Si -9.249 -1.488 0.025
Si -6.728 1.302 0.429
Si -8.847 3.532 -0.116
Si -6.424 6.367 -0.032
Si -9.848 -6.716 -0.037
Si -7.117 -3.741 0.276
Si -4.523 -0.814 0.052
Si -1.094 1.186 -0.042
Si -4.212 4.106 -0.028
Si -0.732 6.398 0.184
Si -3.889 -6.951 -0.061
Si -1.467 -4.088 0.16
Si -13.659 -0.013 1.18
Si -10.728 2.766 1.248
Si -13.649 5.472 1.443
Si -10.815 7.947 1.354
Si -13.614 10.721 1.262
Si -10.867 -2.757 1.238
Si -8.178 -0.075 1.563
Si -5.309 2.736 1.546
Si -7.999 5.252 1.295
Si -5.407 8.104 1.221
Si -8.25 -5.512 1.297
Si -5.438 -2.589 1.394
Si -2.737 0.101 1.321
Si 0.094 2.609 1.433
Si -2.592 5.347 1.218
Si 0.201 8.056 1.527
Si -2.678 -5.581 1.436
Si -0.054 -2.675 1.381
Si -15.038 1.304 2.56
Si -12.113 4.126 2.644
Si -15.088 6.785 2.673
Si -12.279 9.332 2.64
Si -14.856 12.148 2.692
Si -12.283 -1.4 2.555
Si -9.567 1.357 2.75
Si -6.716 4.057 2.829
Si -9.387 6.648 2.651
Si -6.79 -6.858 2.591
Si -9.577 12.18 2.688
Si -6.777 -1.391 2.883
Si -3.957 1.381 2.844
Si -1.296 4.025 2.715
Si -3.973 6.761 2.593
Si -1.264 -6.893 2.773
Si -4.066 -4.087 2.662
Si -1.41 -1.325 2.723
Si -16.342 -0.05 3.99
Si -13.594 2.683 3.888
Si -16.42 5.322 3.914
Si -13.666 8.077 4.032
Si -16.336 10.792 3.959
Si -13.545 -2.773 4.013
Si -10.945 -0.061 4.001
Si -8.135 2.671 4.099
Si -10.796 5.402 4.066
Si -8.09 8.089 3.994
Si -10.932 10.773 3.994
Si -8.179 -2.824 4.093
Si -5.376 -0.001 4.147
Si -2.611 2.727 4.172
Si -5.328 5.459 4.072
Si -2.668 8.077 4.066
Si -5.444 -5.48 3.988
Si -2.709 -2.751 4.072
Si -15.045 -1.472 16.137
Si -12.309 1.264 16.153
Si -15.019 4.035 16.157
Si -12.315 6.724 16.174
Si -15.029 9.431 16.161
Si -12.305 -4.17 16.182
Si -9.593 -1.434 16.22
Si -6.873 1.285 16.278
Si -9.578 3.999 16.166
Si -6.798 6.754 16.232
Si -9.555 9.496 16.163
Si -6.836 -4.136 16.275
Si -4.116 -1.401 16.343
Si -1.439 1.302 16.384
Si -4.133 4.041 16.312
Si -1.366 6.796 16.392
Si -4.086 9.518 16.319
Si -1.403 -4.087 16.372
Si -13.679 -0.13 17.464
Si -10.964 2.637 17.493
Si -13.677 5.366 17.556
Si -10.972 8.165 17.444
Si -13.702 10.804 17.517
Si -10.943 -2.831 17.553
Si -8.285 -0.068 17.613
Si -5.499 2.637 17.633
Si -8.182 5.338 17.489
Si -5.484 8.162 17.618
Si -8.216 -5.515 17.597
Si -5.479 -2.791 17.656
Si -2.793 -0.065 17.786
Si -0.098 2.693 17.72
Si -2.791 5.433 17.673
Si -0.007 -8.179 17.811
Si -2.73 -5.462 17.733
Si -0.1 -2.719 17.781
Si -15.012 1.268 18.772
Si -12.298 3.979 18.857
Si -15.002 6.735 18.947
Si -12.362 9.436 18.864
Si -15.103 -4.191 18.874
Si -12.381 -1.515 18.852
Si -9.709 1.297 18.933
Si -6.906 3.967 18.934
Si -9.532 6.821 18.663
Si -6.834 9.503 18.999
Si -9.623 -4.213 18.943
Si -6.933 -1.473 18.935
Si -4.217 1.287 19.089
Si -1.499 4.042 19.049
Si -4.122 6.856 18.995
Si -1.354 -6.784 19.146
Si -4.105 -4.109 19.079
Si -1.444 -1.41 19.217
Si -16.446 -0.024 20.113
Si -13.611 2.527 20.183
Si -16.381 5.406 20.294
Si -13.654 8.095 20.317
Si -16.408 10.677 20.199
Si -13.751 -2.85 20.232
Si -11.086 -0.153 20.23
Si -8.326 2.613 20.312
Si -10.886 5.491 19.949
Si -8.262 8.082 20.181
Si -11.046 -5.542 20.264
Si -8.25 -2.895 20.294
Si -5.656 -0.116 20.358
Si -2.885 2.706 20.441
Si -5.567 5.478 20.183
Si -2.767 -8.147 20.433
Si -5.471 -5.484 20.414
Si -2.809 -2.793 20.593
Si -14.977 -1.246 21.414
Si -12.673 0.868 21.627
Si -15.203 3.691 21.373
Si -11.959 6.92 21.437
Si -14.849 9.665 21.626
Si -12.644 -4.423 21.598
Si -9.576 -1.402 21.479
Si -7.406 0.863 21.605
Si -9.401 4.42 21.333
Si -7.145 6.53 21.526
Si -9.858 9.166 21.471
Si -6.659 -3.936 21.709
Si -4.524 -1.648 21.732
Si -1.351 1.562 21.806
Si -4.499 3.985 21.565
Si -1.339 6.812 21.695
Si -3.93 -6.614 21.8
Si -1.704 -4.378 22.021
Si -10.779 -3.197 23.76
Si -1.298 -3.941 -5.94
Si -10.54 4.101 24.104
Si -15.939 7.693 23.637
Si -6.569 7.229 -2.924
Si -12.688 1.994 24.457
Si -1.552 7.051 -4.57
Si -5.391 7.818 23.866
Si -11.371 -4.834 -5.609
Si -0.665 -3.73 25.015
Si -9.188 6.16 25.808
Si -5.369 5.484 -5.031
Si 1.443 0.185 -4.682
Si -4.831 -6.414 -2.868
Si -7.903 3.554 25.297
Si -3.452 0.443 23.794
Si -7.668 -7.594 25.671
Si 1.569 -4.315 -6.885
Si -13.179 -2.362 -1.886
Si -3.618 0.221 -4.462
Si -2.605 4.217 -4.889
Si -15.334 -4.01 26.137
Si -8.519 -0.909 -7.006
Si -16.516 7.425 -5.077
Si -11.119 -0.127 -1.94
Si -2.884 -6.67 -5.302
Si -6.764 -3.235 -6.065
Si -12.424 3.754 -4.012
Si -8.521 -5.395 23.735
Si 4.014 -6.384 -4.344
Si -5.042 -2.363 -3.89
Si 2.888 -1.528 -6.856
Si 2.63 4.074 -2.522
Si -8.221 4.468 -5.697
Si -1.863 8.04 -1.902
Si -3.279 5.573 23.886
Si -1.046 -1.534 -3.962
Si -11.826 1.033 -4.719
Si -13.843 5.528 23.336
Si -15.326 5.13 -6.67
Si -5.928 2.344 23.393
Si 3.595 7.346 -5.737
Si -18.387 1.52 24.237
Si -2.911 -2.408 -1.933
Si -5.301 -8.084 -6.556
Si -8.852 -4.842 -4.255
Si -9.77 4.791 -2.879
Si 4.476 2.89 -6.697
Si -2.77 2.52 -2.401
Si 6.475 6.767 -4.433
Si 1.791 3.023 -5.187
Si -6.739 -4.2 -2.529
Si -0.018 -5.876 -1.967
Si 1.934 3.838 24.618
Si 1.363 -1.407 5.485
Si 4.113 1.325 5.532
Si 1.402 4.036 5.513
Si 4.173 6.771 5.515
Si 1.426 9.511 5.469
Si 4.102 -4.093 5.506
Si 6.814 -1.395 5.528
Si 9.511 1.353 5.551
Si 6.844 4.08 5.521
Si 9.539 6.798 5.567
Si 6.829 -6.819 5.538
Si 9.529 -4.106 5.552
Si 12.234 -1.362 5.609
Si 14.966 1.359 5.619
Si 12.245 4.101 5.592
Si 14.932 6.811 5.587
Si 12.22 -6.802 5.559
Si 14.963 -4.119 5.616
Si 17.713 -1.355 5.609
Si 20.433 1.389 5.547
Si 17.689 4.105 5.569
Si 20.389 6.809 5.522
Si 17.68 -6.798 5.568
Si 20.425 -4.097 5.544
Si 23.163 -1.316 5.491
Si 25.839 1.36 5.437
Si 23.123 4.1 5.471
Si 25.86 6.819 5.442
Si 23.119 -6.761 5.483
Si 25.867 -4.024 5.455
Si 28.535 -1.262 5.423
Si 31.264 1.446 5.387
Si 28.59 4.107 5.416
Si 31.297 6.856 5.415
Si 28.556 -6.751 5.467
Si 31.248 -4.012 5.492
Si 33.976 -1.224 5.472
Si 36.738 1.457 5.468
Si 34.021 4.151 5.412
Si 36.744 6.845 5.464
Si 33.994 -6.734 5.438
Si 36.72 -3.974 5.469
Si 39.434 -1.259 5.442
Si 42.184 1.452 5.425
Si 39.457 4.16 5.417
Si 42.153 6.898 5.456
Si 39.447 -6.737 5.454
Si 42.181 -3.977 5.5
Si 44.88 -1.261 5.454
Si 47.665 1.426 5.427
Si 44.915 4.16 5.46
Si 47.643 6.854 5.423
Si 44.889 -6.681 5.434
Si 47.617 -3.987 5.439
Si 50.323 -1.268 5.363
Si -44.877 1.381 5.426
Si 50.319 4.147 5.4
Si -44.853 6.845 5.434
Si 50.323 -6.733 5.44
Si -44.881 -4.006 5.395
Si -42.179 -1.325 5.414
Si -39.478 1.377 5.377
Si -42.147 4.096 5.375
Si -39.452 6.823 5.416
Si -42.194 -6.748 5.405
Si -39.44 -4.059 5.394
Si -36.746 -1.338 5.371
Si -34.066 1.322 5.383
Si -36.791 4.088 5.43
Si -34.059 6.788 5.429
Si -36.761 -6.776 5.426
Si -34.021 -4.122 5.417
Si -31.299 -1.427 5.401
Si -28.597 1.258 5.391
Si -31.353 4.045 5.413
Si -28.587 6.706 5.397
Si -31.34 -6.817 5.426
Si -28.634 -4.106 5.347
Si -25.92 -1.432 5.341
Si -23.156 1.272 5.339
Si -25.881 3.987 5.364
Si -23.157 6.67 5.32
Si -25.901 -6.893 5.378
Si -23.175 12.114 5.366
Si -20.404 -1.441 5.393
Si -17.701 1.308 5.327
Si -20.449 3.959 5.29
Si -17.741 6.687 5.307
Si -20.448 9.381 5.328
Si -17.69 12.135 5.345
Si -14.97 -1.428 5.329
Si -12.299 1.311 5.331
Si -14.977 4.016 5.267
Si -12.241 6.739 5.357
Si -14.997 9.46 5.364
Si -12.227 12.167 5.379
Si -9.55 -1.41 5.375
Si -6.772 1.335 5.466
Si -9.488 4.03 5.44
Si -6.732 6.785 5.411
Si -9.511 9.437 5.333
Si -6.793 12.149 5.417
Si -4.046 -1.408 5.469
Si -1.29 1.331 5.508
Si -4.019 4.081 5.468
Si -1.314 6.749 5.461
Si -4.055 -6.837 5.37
Si -1.326 -4.106 5.433
Si 2.726 -0.038 6.86
Si 5.462 2.714 6.875
Si 2.764 5.422 6.851
Si 5.484 -8.182 6.905
Si 2.752 -5.459 6.868
Si 5.445 -2.739 6.888
Si 8.15 -0.014 6.901
Si 10.874 2.714 6.917
Si 8.179 5.428 6.913
Si 10.878 -8.159 6.933
Si 8.162 -5.451 6.912
Si 10.87 -2.741 6.934
Si 13.593 0.002 6.957
Si 16.339 2.736 6.937
Si 13.59 5.455 6.956
Si 16.317 -8.156 6.926
Si 13.581 -5.464 6.946
Si 16.324 -2.719 6.938
Si 19.087 0.018 6.922
Si 21.79 2.758 6.88
Si 19.047 5.466 6.914
Si 21.772 -8.136 6.852
Si 19.054 -5.437 6.91
Si 21.794 -2.693 6.854
Si 24.521 0.022 6.858
Si 27.208 2.754 6.779
Si 24.5 5.464 6.816
Si 27.208 -8.133 6.817
Si 24.498 -5.393 6.824
Si 27.227 -2.665 6.814
Si 29.921 0.081 6.781
Si 32.65 2.782 6.77
Si 29.955 5.47 6.783
Si 32.641 -8.103 6.802
Si 29.907 -5.389 6.841
Si 32.645 -2.645 6.815
Si 35.361 0.106 6.828
Si 38.107 2.814 6.813
Si 35.368 5.494 6.811
Si 38.086 -8.091 6.82
Si 35.362 -5.373 6.801
Si 38.094 -2.629 6.821
Si 40.811 0.1 6.793
Si 43.545 2.794 6.803
Si 40.806 5.515 6.804
Si 43.528 -8.055 6.794
Si 40.819 -5.379 6.815
Si 43.538 -2.613 6.838
Si 46.274 0.085 6.787
Si 48.989 2.796 6.795
Si 46.273 5.524 6.803
Si 48.981 -8.099 6.795
Si 46.259 -5.348 6.802
Si 48.989 -2.626 6.769
Si -46.24 0.042 6.781
Si -43.505 2.754 6.76
Si -46.225 5.483 6.772
Si -43.514 -8.11 6.792
Si -46.229 -5.364 6.774
Si -43.522 -2.68 6.782
Si -40.814 0.029 6.767
Si -38.144 2.728 6.775
Si -40.814 5.458 6.765
Si -38.101 -8.15 6.785
Si -40.811 -5.406 6.761
Si -38.089 -2.7 6.754
Si -35.408 -0.009 6.77
Si -32.702 2.675 6.756
Si -35.407 5.422 6.784
Si -32.705 -8.168 6.783
Si -35.388 -5.448 6.791
Si -32.671 -2.758 6.769
Si -29.957 -0.068 6.765
Si -27.24 2.639 6.729
Si -29.97 5.385 6.763
Si -27.25 -8.236 6.75
Si -29.964 -5.461 6.751
Si -27.264 -2.776 6.721
Si -24.536 -0.077 6.689
Si -21.8 2.635 6.691
Si -24.521 5.351 6.711
Si -21.81 8.04 6.69
Si -24.531 10.778 6.732
Si -21.808 -2.812 6.697
Si -19.044 -0.06 6.708
Si -16.327 2.665 6.665
Si -19.101 5.336 6.664
Si -16.364 8.056 6.67
Si -19.078 10.768 6.671
Si -16.334 -2.799 6.684
Si -13.629 -0.062 6.703
Si -10.902 2.646 6.712
Si -13.619 5.357 6.67
Si -10.878 8.1 6.714
Si -13.624 10.82 6.713
Si -10.878 -2.788 6.741
Si -8.166 -0.062 6.749
Si -5.405 2.708 6.802
Si -8.112 5.408 6.761
Si -5.398 8.143 6.78
Si -8.162 10.785 6.743
Si -5.432 -2.788 6.776
Si -2.681 -0.042 6.828
Si 0.054 2.681 6.882
Si -2.669 5.415 6.845
Si 0.043 8.137 6.806
Si -2.7 -5.483 6.764
Si 0.01 -2.76 6.842
Si 1.391 1.321 8.245
Si 4.095 4.062 8.24
Si 1.388 6.783 8.196
Si 4.098 -6.819 8.242
Si 1.376 -4.104 8.216
Si 4.081 -1.379 8.241
Si 6.795 1.352 8.259
Si 9.52 4.069 8.283
Si 6.822 6.785 8.279
Si 9.514 -6.801 8.284
Si 6.792 -4.095 8.262
Si 9.502 -1.371 8.274
Si 12.227 1.367 8.293
Si 14.966 4.09 8.29
Si 12.226 6.805 8.304
Si 14.954 -6.809 8.293
Si 12.232 -4.089 8.297
Si 14.96 -1.362 8.294
Si 17.705 1.368 8.275
Si 20.422 4.102 8.248
Si 17.685 6.813 8.276
Si 20.42 -6.798 8.246
Si 17.699 -4.074 8.274
Si 20.447 -1.35 8.252
Si 23.158 1.386 8.217
Si 25.864 4.104 8.172
Si 23.146 6.821 8.194
Si 25.856 -6.767 8.183
Si 23.148 -4.055 8.214
Si 25.873 -1.338 8.21
Si 28.571 1.415 8.167
Si 31.308 4.128 8.164
Si 28.587 6.823 8.16
Si 31.287 -6.756 8.18
Si 28.568 -4.026 8.198
Si 31.276 -1.291 8.164
Si 33.996 1.445 8.181
Si 36.731 4.149 8.183
Si 34.011 6.86 8.169
Si 36.72 -6.733 8.172
Si 34.007 -4.016 8.171
Si 36.724 -1.276 8.174
Si 39.459 1.448 8.173
Si 42.177 4.156 8.16
Si 39.449 6.867 8.178
Si 42.176 -6.725 8.182
Si 39.452 -4.01 8.166
Si 42.162 -1.258 8.172
Si 44.909 1.437 8.155
Si 47.624 4.151 8.155
Si 44.898 6.892 8.144
Si 47.619 -6.727 8.147
Si 44.903 -3.994 8.171
Si 47.626 -1.286 8.145
Si -47.572 1.424 8.145
Si -44.858 4.12 8.124
Si -47.569 6.86 8.138
Si -44.875 -6.738 8.136
Si -47.583 -4.002 8.136
Si -44.877 -1.318 8.142
Si -42.159 1.393 8.137
Si -39.474 4.097 8.145
Si -42.158 6.83 8.133
Si -39.462 -6.778 8.129
Si -42.157 -4.044 8.133
Si -39.452 -1.342 8.12
Si -36.765 1.362 8.122
Si -34.043 4.052 8.125
Si -36.751 6.798 8.144
Si -34.051 -6.819 8.156
Si -36.741 -4.063 8.129
Si -34.035 -1.378 8.112
Si -31.324 1.317 8.102
Si -28.602 4.01 8.092
Si -31.322 6.775 8.111
Si -28.605 -6.845 8.091
Si -31.322 -4.119 8.13
Si -28.598 -1.423 8.11
Si -25.871 1.288 8.074
Si -23.154 3.996 8.058
Si -25.874 6.721 8.079
Si -23.156 9.416 8.058
Si -25.891 -4.147 8.063
Si -23.171 -1.44 8.044
Si -20.435 1.283 8.049
Si -17.711 4.004 8.022
Si -20.44 6.698 8.042
Si -17.716 9.421 8.033
Si -20.433 -4.175 8.032
Si -17.693 -1.437 8.045
Si -14.992 1.297 8.046
Si -12.262 4.011 8.054
Si -14.983 6.718 8.027
Si -12.249 9.46 8.061
Si -14.983 -4.144 8.061
Si -12.26 -1.42 8.067
Si -9.533 1.304 8.088
Si -6.775 4.054 8.149
Si -9.512 6.753 8.09
Si -6.788 9.47 8.131
Si -9.512 -4.149 8.09
Si -6.8 -1.418 8.115
Si -4.055 1.33 8.16
Si -1.325 4.049 8.21
Si -4.052 6.783 8.165
Si -1.339 -6.829 8.154
Si -4.061 -4.131 8.141
Si -1.338 -1.395 8.205
Si 0.01 -0.034 9.585
Si 2.734 2.701 9.603
Si 0.029 5.42 9.563
Si 2.725 -8.18 9.585
Si 0.002 -5.472 9.548
Si 2.719 -2.739 9.597
Si 5.425 -0.009 9.612
Si 8.148 2.71 9.63
Si 5.441 5.424 9.616
Si 8.159 -8.162 9.646
Si 5.434 -5.452 9.622
Si 8.138 -2.729 9.632
Si 10.861 -0.006 9.635
Si 13.597 2.728 9.64
Si 10.867 5.436 9.65
Si 13.592 -8.16 9.654
Si 10.865 -5.444 9.651
Si 13.593 -2.721 9.643
Si 16.332 0.009 9.628
Si 19.067 2.739 9.614
Si 16.327 5.454 9.637
Si 19.057 -8.146 9.613
Si 16.324 -5.432 9.624
Si 19.067 -2.703 9.61
Si 21.804 0.026 9.592
Si 24.52 2.75 9.561
Si 21.794 5.469 9.579
Si 24.505 -8.136 9.553
Si 21.788 -5.421 9.581
Si 24.512 -2.699 9.573
Si 27.239 0.036 9.549
Si 29.945 2.763 9.528
Si 27.229 5.465 9.534
Si 29.938 -8.134 9.538
Si 27.22 -5.411 9.55
Si 29.947 -2.672 9.545
Si 32.649 0.057 9.534
Si 35.372 2.788 9.547
Si 32.662 5.488 9.535
Si 35.373 -8.105 9.538
Si 32.659 -5.395 9.535
Si 35.376 -2.659 9.531
Si 38.095 0.079 9.531
Si 40.822 2.801 9.537
Si 38.092 5.509 9.549
Si 40.814 -8.093 9.535
Si 38.09 -5.373 9.527
Si 40.809 -2.639 9.519
Si 43.542 0.087 9.523
Si 46.262 2.799 9.513
Si 43.542 5.524 9.509
Si 46.263 -8.081 9.508
Si 43.541 -5.359 9.525
Si 46.273 -2.642 9.519
Si -48.932 0.068 9.504
Si -46.201 2.77 9.499
Si -48.927 5.51 9.502
Si -46.22 -8.099 9.503
Si -48.936 -5.367 9.501
Si -46.222 -2.668 9.514
Si -43.511 0.036 9.503
Si -40.812 2.74 9.517
Si -43.512 5.477 9.498
Si -40.805 -8.138 9.5
Si -43.509 -5.398 9.502
Si -40.799 -2.693 9.497
Si -38.102 0.005 9.499
Si -35.402 2.706 9.489
Si -38.11 5.444 9.506
Si -35.402 -8.174 9.516
Si -38.1 -5.425 9.49
Si -35.381 -2.722 9.496
Si -32.677 -0.027 9.474
Si -29.963 2.673 9.462
Si -32.678 5.415 9.474
Si -29.963 -8.188 9.468
Si -32.68 -5.464 9.501
Si -29.959 -2.761 9.475
Si -27.235 -0.053 9.444
Si -24.513 2.648 9.425
Si -27.242 5.378 9.443
Si -24.517 8.083 9.43
Si -27.242 -5.489 9.442
Si -24.528 -2.785 9.414
Si -21.804 -0.077 9.397
Si -19.07 2.648 9.391
Si -21.798 5.357 9.41
Si -19.081 8.072 9.389
Si -21.798 -5.522 9.395
Si -19.075 -2.8 9.383
Si -16.345 -0.073 9.402
Si -13.624 2.648 9.405
Si -16.352 5.364 9.382
Si -13.623 8.082 9.391
Si -16.356 -5.522 9.385
Si -13.622 -2.785 9.418
Si -10.896 -0.065 9.431
Si -8.165 2.667 9.454
Si -10.892 5.374 9.415
Si -8.154 8.102 9.471
Si -10.889 -5.507 9.431
Si -8.158 -2.788 9.459
Si -5.438 -0.048 9.48
Si -2.702 2.682 9.545
Si -5.415 5.409 9.513
Si -2.694 -8.185 9.53
Si -5.428 -5.488 9.494
Si -2.718 -2.766 9.526
Si 1.362 -1.381 10.963
Si 4.072 1.346 10.984
Si 1.365 4.064 10.953
Si 4.071 -9.535 10.965
Si 1.354 -6.82 10.932
Si 4.07 -4.088 10.976
Si 6.773 -1.366 10.986
Si 9.502 1.355 10.994
Si 6.787 4.069 10.991
Si 9.51 -9.521 11.008
Si 6.787 -6.801 10.997
Si 9.493 -4.087 10.999
Si 12.223 -1.362 10.993
Si 14.964 1.366 10.985
Si 12.233 4.079 11.003
Si 14.958 -9.517 10.999
Si 12.226 -6.804 11.006
Si 14.963 -4.076 10.987
Si 17.699 -1.351 10.974
Si 20.434 1.378 10.958
Si 17.699 4.092 10.974
Si 20.429 -9.506 10.95
Si 17.69 -6.791 10.97
Si 20.425 -4.072 10.953
Si 23.161 -1.34 10.943
Si 25.877 1.385 10.917
Si 23.158 4.104 10.927
Si 25.871 -9.499 10.909
Si 23.147 -6.79 10.932
Si 25.871 -4.064 10.925
Si 28.596 -1.324 10.916
Si 31.301 1.409 10.908
Si 28.59 4.109 10.903
Si 31.302 -9.486 10.907
Si 28.585 -6.776 10.91
Si 31.305 -4.045 10.906
Si 34.016 -1.309 10.895
Si 36.737 1.424 10.905
Si 34.018 4.14 10.916
Si 36.734 -9.454 10.917
Si 34.016 -6.756 10.908
Si 36.736 -4.019 10.896
Si 39.454 -1.287 10.889
Si 42.185 1.441 10.894
Si 39.461 4.152 10.909
Si 42.184 -9.448 10.888
Si 39.445 -6.737 10.892
Si 42.17 -4 10.871
Si 44.904 -1.284 10.871
Si 47.63 1.434 10.856
Si 44.905 4.163 10.87
Si 47.634 -9.443 10.857
Si 44.909 -6.723 10.873
Si 47.631 -4.01 10.874
Si -47.574 -1.297 10.868
Si -44.854 1.406 10.869
Si -47.553 4.15 10.844
Si -44.858 -9.466 10.855
Si -47.576 -6.733 10.862
Si -44.858 -4.035 10.867
Si -42.148 -1.328 10.864
Si -39.446 1.372 10.871
Si -42.162 4.113 10.871
Si -39.458 -9.504 10.867
Si -42.156 -6.769 10.859
Si -39.447 -4.062 10.86
Si -36.739 -1.36 10.856
Si -34.034 1.338 10.833
Si -36.751 4.071 10.855
Si -34.033 -9.547 10.85
Si -36.756 -6.794 10.862
Si -34.03 -4.089 10.858
Si -31.313 -1.389 10.828
Si -28.595 1.308 10.805
Si -31.312 4.05 10.821
Si -28.593 -9.561 10.804
Si -31.315 -6.83 10.845
Si -28.592 -4.124 10.812
Si -25.87 -1.413 10.786
Si -23.15 1.286 10.773
Si -25.872 4.014 10.785
Si -23.15 6.722 10.77
Si -25.871 9.464 10.779
Si -23.158 -4.152 10.752
Si -20.44 -1.44 10.742
Si -17.718 1.282 10.747
Si -20.431 4.002 10.756
Si -17.714 6.72 10.74
Si -20.434 9.442 10.744
Si -17.715 -4.156 10.74
Si -14.99 -1.428 10.765
Si -12.267 1.294 10.774
Si -14.994 4.008 10.745
Si -12.262 6.732 10.762
Si -14.993 9.442 10.741
Si -12.261 -4.148 10.773
Si -9.531 -1.42 10.791
Si -6.806 1.311 10.826
Si -9.538 4.024 10.795
Si -6.797 6.757 10.852
Si -9.528 9.466 10.805
Si -6.797 -4.128 10.838
Si -4.085 -1.396 10.866
Si -1.356 1.333 10.93
Si -4.065 4.048 10.888
Si -1.345 6.777 10.909
Si -4.068 -6.831 10.876
Si -1.361 -4.112 10.905
Si 2.703 -0.011 12.344
Si 5.419 2.715 12.351
Si 2.709 5.43 12.329
Si 5.416 -8.169 12.336
Si 2.696 -5.456 12.312
Si 5.413 -2.719 12.356
Si 8.127 0.002 12.344
Si 10.865 2.714 12.353
Si 8.142 5.436 12.353
Si 10.867 -8.162 12.373
Si 8.132 -5.436 12.373
Si 10.855 -2.723 12.348
Si 13.596 0.001 12.335
Si 16.326 2.741 12.33
Si 13.592 5.446 12.356
Si 16.326 -8.144 12.332
Si 13.592 -5.432 12.34
Si 16.332 -2.714 12.333
Si 19.06 0.025 12.315
Si 21.804 2.746 12.299
Si 19.068 5.459 12.311
Si 21.784 -8.143 12.306
Si 19.057 -5.43 12.314
Si 21.786 -2.701 12.294
Si 24.528 0.024 12.29
Si 27.239 2.743 12.272
Si 24.512 5.465 12.285
Si 27.232 -8.146 12.278
Si 24.518 -5.436 12.282
Si 27.24 -2.7 12.272
Si 29.963 0.029 12.276
Si 32.663 2.767 12.277
Si 29.953 5.458 12.27
Si 32.663 -8.128 12.275
Si 29.954 -5.42 12.274
Si 32.681 -2.695 12.264
Si 35.38 0.049 12.26
Si 38.104 2.779 12.27
Si 35.377 5.498 12.283
Si 38.1 -8.095 12.281
Si 35.393 -5.4 12.261
Si 38.098 -2.654 12.252
Si 40.827 0.065 12.248
Si 43.549 2.81 12.242
Si 40.829 5.518 12.264
Si 43.552 -8.08 12.232
Si 40.808 -5.361 12.23
Si 43.54 -2.651 12.224
Si 46.272 0.079 12.217
Si 49.01 2.794 12.189
Si 46.28 5.52 12.217
Si 48.989 -8.089 12.226
Si 46.271 -5.37 12.235
Si 48.998 -2.657 12.232
Si -46.208 0.052 12.231
Si -43.505 2.759 12.243
Si -46.207 5.503 12.223
Si -43.501 -8.124 12.229
Si -46.207 -5.392 12.233
Si -43.497 -2.686 12.231
Si -40.791 0.016 12.243
Si -38.09 2.721 12.243
Si -40.808 5.464 12.242
Si -38.107 -8.15 12.232
Si -40.802 -5.418 12.227
Si -38.087 -2.716 12.229
Si -35.382 -0.004 12.216
Si -32.667 2.691 12.184
Si -35.391 5.419 12.214
Si -32.677 -8.185 12.206
Si -35.395 -5.44 12.221
Si -32.663 -2.73 12.207
Si -29.948 -0.036 12.181
Si -27.229 2.664 12.153
Si -29.953 5.412 12.176
Si -27.226 -8.195 12.151
Si -29.951 -5.459 12.188
Si -27.229 -2.756 12.152
Si -24.51 -0.059 12.145
Si -21.791 2.652 12.121
Si -24.508 5.375 12.134
Si -21.787 8.091 12.108
Si -24.513 10.827 12.128
Si -21.802 -2.79 12.107
Si -19.084 -0.077 12.098
Si -16.354 2.643 12.094
Si -19.07 5.366 12.102
Si -16.368 8.092 12.093
Si -19.082 10.814 12.095
Si -16.36 -2.797 12.104
Si -13.635 -0.068 12.122
Si -10.906 2.653 12.134
Si -13.638 5.371 12.104
Si -10.903 8.092 12.131
Si -13.635 10.798 12.104
Si -10.903 -2.782 12.128
Si -8.17 -0.068 12.162
Si -5.45 2.669 12.204
Si -8.178 5.378 12.171
Si -5.43 8.115 12.217
Si -8.167 10.823 12.175
Si -5.449 -2.764 12.21
Si -2.738 -0.039 12.255
Si -0.004 2.698 12.306
Si -2.7 5.402 12.26
Si -0.008 8.142 12.291
Si -2.722 -5.471 12.26
Si -0.017 -2.753 12.29
Si 1.336 1.352 13.702
Si 4.054 4.076 13.71
Si 1.337 6.794 13.677
Si 4.044 -6.811 13.687
Si 1.332 -4.102 13.673
Si 4.053 -1.359 13.727
Si 6.774 1.359 13.715
Si 9.507 4.081 13.71
Si 6.771 -9.524 13.703
Si 9.495 -6.804 13.726
Si 6.767 -4.069 13.735
Si 9.484 -1.362 13.695
Si 12.232 1.349 13.701
Si 14.962 4.091 13.7
Si 12.232 -9.525 13.727
Si 14.957 -6.788 13.689
Si 12.22 -4.085 13.697
Si 14.964 -1.354 13.685
Si 17.701 1.393 13.675
Si 20.444 4.109 13.658
Si 17.698 -9.508 13.666
Si 20.409 -6.795 13.669
Si 17.689 -4.086 13.681
Si 20.42 -1.344 13.657
Si 23.164 1.38 13.651
Si 25.874 4.097 13.634
Si 23.146 -9.507 13.659
Si 25.87 -6.799 13.651
Si 23.151 -4.077 13.626
Si 25.893 -1.341 13.641
Si 28.598 1.38 13.633
Si 31.31 4.117 13.657
Si 28.592 -9.516 13.635
Si 31.305 -6.786 13.65
Si 28.592 -4.065 13.636
Si 31.329 -1.344 13.629
Si 34.022 1.395 13.633
Si 36.739 4.131 13.635
Si 34.018 -9.475 13.662
Si 36.741 -6.742 13.657
Si 34.043 -4.057 13.634
Si 36.744 -1.306 13.626
Si 39.475 1.416 13.626
Si 42.202 4.165 13.621
Si 39.476 -9.447 13.641
Si 42.186 -6.706 13.573
Si 39.45 -4.019 13.612
Si 42.186 -1.31 13.599
Si 44.922 1.445 13.579
Si 47.675 4.164 13.546
Si 44.926 -9.438 13.58
Si 47.634 -6.73 13.594
Si 44.896 -4.012 13.581
Si 47.637 -1.278 13.57
Si 50.359 1.447 13.561
Si -44.849 4.149 13.592
Si 50.361 -9.447 13.58
Si -44.847 -6.76 13.593
Si 50.364 -4.022 13.591
Si -44.848 -1.318 13.588
Si -42.144 1.388 13.599
Si -39.45 4.092 13.597
Si -42.158 -9.484 13.608
Si -39.461 -6.785 13.599
Si -42.146 -4.054 13.597
Si -39.429 -1.355 13.602
Si -36.725 1.351 13.599
Si -34.031 4.036 13.551
Si -36.748 -9.532 13.571
Si -34.035 -6.812 13.563
Si -36.74 -4.08 13.602
Si -34.016 -1.364 13.567
Si -31.306 1.33 13.54
Si -28.585 4.032 13.506
Si -31.313 -9.55 13.551
Si -28.566 -6.813 13.516
Si -31.295 -4.086 13.56
Si -28.577 -1.396 13.526
Si -25.863 1.309 13.509
Si -23.146 4.016 13.487
Si -25.857 -9.567 13.484
Si -23.141 9.46 13.461
Si -25.859 -4.113 13.49
Si -23.153 -1.435 13.485
Si -20.432 1.285 13.465
Si -17.714 3.996 13.447
Si -20.423 6.732 13.456
Si -17.735 9.45 13.449
Si -20.438 -4.145 13.457
Si -17.729 -1.438 13.455
Si -15.009 1.289 13.465
Si -12.286 4.01 13.468
Si -15.012 6.732 13.444
Si -12.276 9.447 13.472
Si -15.007 -4.171 13.452
Si -12.284 -1.439 13.472
Si -9.549 1.286 13.493
Si -6.821 4.026 13.543
Si -9.551 6.74 13.506
Si -6.806 9.473 13.55
Si -9.54 -4.12 13.499
Si -6.82 -1.411 13.557
Si -4.113 1.319 13.602
Si -1.365 4.053 13.667
Si -4.062 6.771 13.595
Si -1.365 9.506 13.647
Si -4.097 -4.106 13.594
Si -1.385 -1.389 13.633
Si -0.05 -0.03 15.025
Si 2.686 2.727 15.08
Si -0.008 5.427 15.044
Si 2.672 8.168 15.055
Si -0.022 -5.458 15.043
Si 2.666 -2.735 15.053
Si 5.41 0.019 15.095
Si 8.134 2.732 15.063
Si 5.408 5.449 15.07
Si 8.125 -8.173 15.074
Si 5.383 -5.446 15.062
Si 8.128 -2.686 15.091
Si 10.858 -0.021 15.045
Si 13.593 2.723 15.046
Si 10.87 5.426 15.087
Si 13.605 -8.143 15.054
Si 10.863 -5.438 15.075
Si 13.594 -2.724 15.032
Si 16.325 0.035 15.019
Si 19.078 2.765 15.014
Si 16.336 5.469 15.031
Si 19.037 -8.15 15.036
Si 16.318 -5.438 15.052
Si 19.056 -2.713 15.009
Si 21.786 0.025 15
Si 24.527 2.74 15.009
Si 21.782 5.469 15.039
Si 24.504 -8.157 15.022
Si 21.796 -5.434 14.991
Si 24.515 -2.715 14.965
Si 27.265 0.008 15.008
Si 29.955 2.728 15.001
Si 27.234 5.442 15.001
Si 29.954 -8.178 15.008
Si 27.243 -5.441 15
Si 29.968 -2.71 14.987
Si 32.689 0.005 15.001
Si 35.386 2.75 14.996
Si 32.666 5.477 15.038
Si 35.373 -8.104 15.026
Si 32.692 -5.432 14.999
Si 35.409 -2.693 14.992
Si 38.12 0.042 14.989
Si 40.847 2.787 14.973
Si 38.105 5.494 14.988
Si 40.854 -8.043 14.961
Si 38.102 -5.362 15.012
Si 40.827 -2.679 14.969
Si 43.568 0.06 14.922
Si 46.331 2.808 14.893
Si 43.581 5.539 14.961
Si 46.277 -8.088 14.958
Si 43.534 -5.364 14.955
Si 46.27 -2.646 14.906
Si 49.004 0.097 14.913
Si 51.701 2.806 14.937
Si 49.009 5.518 14.938
Si 51.725 -8.113 14.96
Si 49.013 -5.386 14.95
Si 51.726 -2.673 14.959
Si -43.493 0.029 14.961
Si -40.796 2.741 14.975
Si -43.505 5.492 14.99
Si -40.809 -8.134 14.983
Si -43.491 -5.416 14.967
Si -40.78 -2.714 14.967
Si -38.071 -0.004 14.975
Si -35.351 2.69 14.966
Si -38.094 5.444 14.961
Si -35.395 -8.174 14.924
Si -38.105 -5.44 14.968
Si -35.368 -2.708 14.94
Si -32.66 -0.005 14.928
Si -29.932 2.681 14.883
Si -32.675 5.384 14.9
Si -29.933 -8.158 14.862
Si -32.675 -5.437 14.905
Si -29.929 -2.72 14.92
Si -27.207 -0.05 14.881
Si -24.502 2.671 14.864
Si -27.209 5.39 14.835
Si -24.488 -8.207 14.828
Si -27.219 -5.426 14.872
Si -24.501 -2.784 14.871
Si -21.788 -0.073 14.823
Si -19.064 2.642 14.812
Si -21.773 5.384 14.821
Si -19.095 8.108 14.821
Si -21.787 10.817 14.818
Si -19.088 -2.789 14.821
Si -16.38 -0.072 14.809
Si -13.657 2.654 14.819
Si -16.377 5.373 14.793
Si -13.659 8.083 14.806
Si -16.378 10.798 14.807
Si -13.652 -2.814 14.809
Si -10.924 -0.084 14.826
Si -8.192 2.636 14.862
Si -10.937 5.372 14.83
Si -8.183 8.095 14.869
Si -10.922 10.835 14.811
Si -8.19 -2.779 14.895
Si -5.476 -0.06 14.948
Si -2.757 2.67 14.985
Si -5.446 5.39 14.897
Si -2.721 8.135 14.993
Si -5.459 -5.481 14.929
Si -2.753 -2.749 14.982
O 2.808 0.073 22.156
O 20.534 4.081 -5.706
O 4.612 1.762 22.915
O 12.086 -0.558 -0.872
O 1.573 4.324 23.118
O -0.205 2.647 22.263
O 3.759 6.746 23.466
O 5.199 2.748 25.175
O 2.885 4.999 25.216
O 14.181 2.455 -3.171
O 2.641 -1.795 25.34
O 4.282 -3.33 23.056
O 7.378 -6.436 23.162
O 2.671 2.401 24.607
O -3.504 2.705 25.997
O 8.155 -0.03 22.172
O 3.519 7.366 26.096
O 6.642 4.285 23.505
O 10.515 7.812 22.236
O 5.494 -8.048 22.337
O 14.563 4.385 -5.783
O 15.805 -0.109 25.725
O 25.69 -6.737 -5.44
O 7.295 8.091 -4.002
O 12.541 -1.478 23.348
O 12.724 -6.176 25.723
O 15.145 -4.491 23.12
O 23.57 -7.111 -3.926
O 7.642 3.817 -6.937
O 16.725 1.77 -2.308
O 9.887 1.571 23.316
O 7.074 4.078 26.178
O 13.617 -2.567 -0.204
O -0.243 7.684 22.518
O 0.992 0.006 26.195
O 15.154 -2.677 -3.322
O 16.445 -2.575 22.089
O 4.193 0.303 25.112
O 1.366 7.053 24.575
O 10.3 -6.976 25.283
O 9.615 3.48 -5.172
O 2.752 -5.304 22.267
O 6.517 -0.651 -5.496
O 5.033 1.496 -6.088
O 20.145 6.231 -1.153
O 17.83 -4.209 -1.717
O 15.052 -0.046 -3.152
O 9.881 3.15 25.462
O 13.615 4.961 -3.425
O -0.835 -7.859 25.003
O 20.461 5.598 -3.636
O 2.554 3.047 -3.755
O 23.505 -4.749 -2.738
O 14.436 7.14 -1.178
O 12.447 -3.639 -5.435
O 3.7 -3.505 -1.131
O 9.851 -6.663 -5.944
O 5.574 -0.1 -0.212
O 10.702 -1.711 -5.342
O 13.828 6.837 -5.324
O -6.384 -4.435 -0.992
O -1.248 -6.849 -2.338
O 22.881 4.908 -1.108
O -35.08 -1.197 -3.27
O -46.079 7.644 -0.353
O 5.468 -5.309 -0.449
O 13.191 -1.299 -4.534
O -41.829 -7.206 -1.26
O -42.347 -1.404 -5.55
O 6.44 4.357 -1.108
O 12.19 -6.954 23.355
O 2.322 -3.095 -3.316
O -4.497 1.665 23.632
O -47.974 -1.758 23.02
O 0.351 -4.944 25.387
O -19.711 -1.324 23.083
O 33.813 -7.443 23.056
O 31.158 7.56 -1.451
O 19.051 6.309 -5.807
O -10.191 -2.007 22.852
O 23.097 -1.946 22.955
O 29.171 -2.669 -1.345
O 10.793 -2.812 22.083
O 9.312 0.524 25.727
O 12.901 3.708 -1.167
O 12.838 -7.086 -1.156
O 11.609 5.106 26.023
O 16.375 -0.089 -0.051
O 14.501 1.361 -0.952
O 21.457 0.063 -0.422
O 17.42 -2.854 -6.108
O -47.38 -1.97 -1.348
O 0.248 5.161 -0.178
O 22.96 3.95 -6.751
O 22.239 7.148 -2.277
O 18.98 -8.073 -0.161
O 13.466 -4.678 -3.236
O 1.8 -1.667 -1.248
O -19.043 5.463 22.062
O 7.122 -1.968 -1.205
O 37.647 5.501 -3.139
O 10.124 1.22 -1.13
O -8.875 4.746 -4.235
O 24.697 6.86 -1.072
O 2.891 3.022 -6.392
O 10.98 5.289 -0.285
O 9.578 7.065 -1.493
O 5.027 7.044 -5.073
O 24.379 2.838 -0.5
O 15.576 -1.161 -5.459
O 14.909 -7.056 -5.792
O 8.833 -2.225 -3.306
O 3.879 1.229 -1.512
O -13.705 4.427 -3.318
O 39.712 2.045 -5.491
O 18.054 3.758 -1.287
O -23.228 3.863 -5.574
O 9.015 -3.841 -1.183
O 15.107 -4.348 -1.202
O -0.449 -4.776 -0.889
O 25.325 4.634 24.985
O -15.117 4.713 -1.166
O 27.873 -0.043 -3.609
O 18.72 4.077 23.064
O 16.458 2.712 22.318
O 21.803 2.703 22.144
O 30.84 3.459 -5.967
O 29.289 -6.949 -1
O 19.113 -5.201 22.203
O 15.269 -6.065 25.091
O 24.876 -6.263 24.977
O 19.877 -3.629 25.58
O 20.084 6.31 23.14
O 24.501 -0.006 22.116
O 23.742 4.329 22.935
O 25.222 6.499 23.104
O 25.596 -4.823 22.869
O 21.763 -8.095 22.309
O 23.249 -6.017 23.05
O 21.755 6.39 -5.768
O 18.385 7.731 25.086
O 21.948 -2.215 25.195
O 34.707 -8.12 -5.957
O 29.63 -6.131 25.364
O 31.171 0.327 23.163
O -11.869 -6.383 -5.589
O 28.061 3.932 23.139
O 35.935 3.6 -3.556
O 29.027 4.062 -1.361
O 29.058 -1.154 22.948
O 30.441 -4.686 23.171
O -28.715 1.769 -4.186
O -22.047 -5.931 -6.053
O 37.979 6.576 24.963
O -41.981 -6.579 23.323
O 34.956 -0.817 -4.485
O -45.998 -7.528 -4.715
O 28.175 -5.814 -4.753
O 15.118 7.229 23.233
O 19.7 -6.163 25.37
O 31.49 -2.318 22.792
O 23.915 -3.84 24.548
O 15.397 7.792 25.829
O 19.56 -4.234 -6.21
O 27.051 8.011 22.038
O 39.408 1.686 24.231
O 26.118 1.366 -4.374
O 20.576 -3.181 23.093
O 24.426 -2.505 -3.47
O 20.276 -1.776 -5.65
O 35.784 5.031 25.054
O 17.063 -5.444 -6.104
O 32.495 0.004 -4.312
O -27.34 8.026 21.964
O -39.441 1.983 -5.571
O 17.134 -4.268 25.001
O -17.401 7.263 23.066
O -5.689 0.28 -0.372
O 18.157 -1.703 -1.078
O 23.244 0.748 -6.055
O 32.988 7.777 25.294
O 23.486 -5.424 -5.922
O 45.902 0.553 25.143
O 37.402 -2.13 -6.655
O 35.902 7.286 -1.246
O 23.281 -6.906 -1.333
O -31.019 -1.383 -1.622
O -9.095 -6.527 22.751
O 21.662 -5.344 -0.138
O 8.244 2.735 -0.252
O -36.334 0.597 24.919
O -46.504 -7.734 24.167
O -44.713 3.95 24.417
O 5.406 0.783 -3.618
O 26.089 1.217 -1.645
O 28.526 -6.809 23.295
O -24.822 1.853 -6.236
O -29.287 2.629 -1.323
O 27.198 -7.406 25.58
O -43.962 6.356 -1.242
O 19.655 -1.172 24.65
O -34.367 -1.796 -5.68
O 35.618 7.518 25.611
O 23.139 6.033 24.809
O 29.295 7.549 24.999
O -11.611 1.259 -1.284
O 26.562 0.058 25.528
O 40.135 6.344 -2.723
O 27.164 -2.79 22.191
O 38.311 -2.204 -3.888
O 27.213 -5.418 -0.424
O 19.919 8.061 -3.142
O 32.586 0.215 -0.453
O 31.027 2.26 -1.13
O 36.311 1.998 -1.41
O 36.85 -6.921 -2.446
O 29.936 3.068 24.787
O 16.273 5.452 -0.361
O 47.257 7.576 -5.693
O 42.408 -1.845 -5.301
O 34.612 -6.767 -1.09
O -22.355 5.94 -4.183
O 1.169 -6.729 -1.314
O 20.194 -3.379 -1.056
O -14.39 -1.776 -5.604
O 42.483 -4.394 23.216
O 44.782 -3.182 -5.523
O -23.802 1.61 25.378
O 45.448 1.87 -3.101
O -15.783 7.608 25.245
O -32.347 5.196 -4.862
O 26.478 6.32 -3.099
O 41.522 7.573 -4.67
O -28.2 0.27 -1.091
O -2.049 3.21 -6.017
O -22.973 -2.613 -4.954
O -26.555 5.415 -3.232
O -21.795 7.592 25.17
O -3.79 3.269 -1.373
O 47.226 -4.194 -5.446
O 28.474 5.078 25.539
O 34.258 3.617 -1.496
O -21.172 1.049 -2.723
O 25.49 -3.674 -1.348
O 35.261 6.03 -4.372
O 31.433 -3.783 -1.449
O 17.169 -6.64 -1.333
O 35.555 0.129 22.191
O -24.854 5.948 -5.183
O 37.07 2.125 23.059
O 45.37 -1.222 -1.42
O 34.591 4.174 22.921
O 37.266 2.347 25.842
O 36.152 6.697 23.081
O 27.69 5.717 -6.99
O -14.932 -7.153 -1.529
O -1.625 1.844 -1.453
O 46.717 -7.7 -3.312
O -14.82 -3.99 -4.102
O 40.257 -7.524 25.729
O -32.71 -4.814 -3.601
O -30.702 2.301 24.355
O -45.149 -5.284 -3.523
O -12.156 1.244 23.134
O 39.254 3.015 22.022
O 40.886 5.328 22.091
O -0.051 -4.34 -6.902
O 38.065 -8.148 22.153
O -27.709 -4.042 -3.663
O 44.144 7.163 -6.334
O -26.788 3.136 22.022
O 40.331 -0.604 23.243
O 6.449 -3.351 -5.633
O -43.302 -3.409 24.909
O 47.402 1.055 23.102
O -38.249 2.189 25.549
O 43.61 8.034 25.24
O 45.299 4.477 22.989
O 45 6.839 -2.407
O 45.531 -0.781 22.946
O 46.27 -5.319 22.264
O -41.508 -7.537 -6.16
O -44.9 -7.506 -2.354
O 8.416 5.767 22.319
O -7.087 6.862 -1.441
O 44.242 -0.997 -6.735
O -20.359 6.532 -5.788
O 26.225 1.516 23.271
O 41.11 0.136 -4.244
O 40.151 -3.977 -3.532
O -0.795 -2.945 -4.743
O 35.392 -5.504 22.248
O 45.1 5.96 25.123
O -42.429 -1.225 -1.615
O -32.046 7.556 -6.471
O -23.4 -6.946 24.017
O -22.941 6.99 22.971
O 41.033 -5.158 25.173
O 42.906 6.937 22.932
O 14.055 -7.775 -3.373
O -33.862 7.103 -1.479
O -37.872 4.222 -5.234
O 36.766 -1.126 -2.145
O -12.498 5.395 -1.164
O -46.153 -4.394 -5.67
O -45.011 2.568 -5.97
O -2.259 -0.658 -4.582
O 48.479 0.266 -6.756
O 41.655 1.537 22.801
O 47.611 6.172 -3.622
O 43.114 -6.866 -5.828
O 10.202 5.59 -3.609
O -46.92 4.232 -6.325
O -26.463 -6.221 23.118
O 43.645 2.827 21.994
O 47.148 7.486 -1.04
O 1.874 -0.717 -5.929
O -6.334 -2.69 -2.962
O 47.468 3.609 -3.197
O -24.516 -0.046 21.782
O -20.09 6.832 -3.129
O -20.376 -2.448 -4.794
O 0.595 3.692 25.496
O -39.975 4.132 -6.929
O -48.881 -7.764 25.369
O 39.271 -6.463 -1.463
O 45.649 -7.009 -6.816
O -21.886 -5.313 25.321
O 47.716 -1.259 24.366
O -26.513 0.661 -3.087
O -2.684 -3.41 -0.701
O 42.642 -4.262 -3.793
O 43.354 0.388 -0.494
O -29.023 -6.184 24.125
O 41.184 2.472 -0.494
O 44.511 -7.223 22.986
O -21.486 -0.903 -6.457
O 43.876 4.556 -6.646
O -24.477 -4.929 25.49
O -2.324 -3.031 -6.762
O -27.005 0.539 -5.623
O -35.765 -7.916 -0.597
O -24.235 4.322 -3.244
O -42.437 -1.872 22.958
O -43.556 -5.401 -0.418
O 33.075 4.828 24.878
O -25.982 3.482 -1.502
O -40.894 -5.509 -4.653
O -17.031 2.342 24.542
O 43.756 -2.501 22.14
O -6.472 7.141 22.871
O -40.72 2.733 25.296
O 43.47 -5.443 -0.21
O -5.342 -3.076 -5.315
O 43.616 -4.83 25.644
O -48.925 -0.077 -0.376
O 47.564 1.553 -1.582
O -45.857 2.232 -1.355
O -31.271 6.741 -2.934
O 40.504 5.692 25.395
O 32.667 5.534 -0.555
O -33.478 -4.088 22.984
O -27.061 -2.07 -5.285
O -47.411 -6.875 -1.523
O 40.843 -7.498 -6.973
O 34.24 -1.383 -1.494
O 37.357 -5.332 -0.334
O 39.341 -1.425 -1.568
O 46.675 6.678 23.025
O 39.014 -2.72 22.662
O -1.094 -3.83 23.449
O -6.666 -7.547 -5.884
O 6.515 -4.135 24.051
O 43.84 4.93 -0.957
O 42.714 7.242 -1.205
O -40.097 7.086 -1.414
O -23.339 -4.467 23.185
O 48.207 -6.414 -6.387
O 42.571 -1.688 -2.801
O 30.946 5.893 26.203
O 38.09 0.31 -0.289
O 4.864 6.507 -1.077
O -14.321 1.95 24.538
O -5.617 -2.774 22.219
O -47.307 4.277 -1.621
O 45.184 -7.095 -1.24
O 41.941 -3.672 -1.287
O -28.044 -4.095 22.886
O 46.929 -3.404 -1.203
O 32.668 -5.453 -0.094
O -46.222 -0.005 22.15
O -20.869 3.988 23.041
O -44.554 1.847 22.847
O 38.269 6.234 -0.75
O -48.737 7.429 22.976
O -48.817 2.822 22.326
O -4.087 -7.027 -6.337
O -39.467 -5.247 -6.906
O -48.357 -6.4 23.047
O -43.797 -3.461 -4.794
O -46.366 -5.192 21.93
O -44.969 -3.259 22.944
O -39.927 0.241 24.781
O -11.256 -2.618 25.17
O -45.899 -3.466 25.469
O -36.419 3.814 23.396
O -11.952 7.819 -1.305
O -42.515 3.497 23.083
O -40.83 5.385 22.286
O -7.293 -1.724 -6.36
O -43.576 -8.186 22.098
O -12.627 -3.805 -5.627
O -18.637 1.298 -1.574
O -43.359 6.345 26.171
O -37.968 -2.736 22.171
O -26.386 2.942 -4.144
O -33.072 -3.099 25.316
O -34.427 1.116 23.104
O 9.615 -1.335 -0.969
O -38.99 -6.768 23.833
O -35.773 2.987 25.828
O -36.692 5.417 25.5
O -36.027 -0.963 22.882
O -35.34 -5.613 22.128
O -31.686 -2.245 23.182
O -40.772 -2.694 -0.43
O -31.689 4.34 25.79
O -21.98 3.537 25.328
O -45.051 -1.052 -1.936
O -39.752 -4.388 23.365
O 5.12 -7.029 -3.358
O 10.267 -8.039 -3.759
O 1.186 -6.866 23.472
O -15.219 -3.45 24.627
O -36.978 -1.989 -6.349
O 6.306 5.831 -3.152
O -8.25 5.406 21.987
O 7.115 -5.628 -4.357
O -8.641 -6.371 -4.664
O -38.318 -1.955 24.681
O -13.007 -2.32 -3.474
O -19.271 -4.652 -2.589
O -31.222 -4.576 -5.842
O -36.993 -4.834 -6.014
O 42.746 5.712 -3.233
O -15.429 3.655 26.138
O -19.306 2.308 -3.988
O -42.199 -6.018 25.9
O -29.213 -8.063 -3.462
O -9.045 4.109 -1.617
O -4.099 4.448 23.08
O -36.341 -7.112 -5.037
O -13.824 5.632 -7.015
O 47.349 4.784 24.642
O -4.334 -6.081 -1.365
O -14.925 6.651 22.954
O -32.347 6.934 25.189
O 32.056 6.844 23.013
O -32.699 5.408 -0.058
O -32.525 -1.703 -3.782
O 27.933 7.298 -4.961
O -29.91 -5.365 21.582
O -23.439 1.273 -1.407
O -30.147 -2.879 -3.557
O -19.965 -1.978 25.634
O -4.28 6.749 24.345
O -4.213 4.368 -4.953
O 34.4 1.522 -3.202
O -39.304 -6.858 -1.931
O -15.172 -5.984 -5.712
O -40.921 -2.191 25.101
O -34.179 -0.816 24.84
O -9.66 -4.315 24.051
O -21.847 5.248 -0.633
O -2.042 5.686 -5.245
O -37.553 0.108 -0.402
O -10.385 5.515 24.905
O 0.946 -0.918 23.525
O -36.836 -7.723 22.793
O -44.804 4.323 -2.625
O -3.843 -1.211 -1.377
O -12.159 4.627 -5.345
O -29.829 6.259 -5.048
O 44.481 2.374 -5.488
O -35.915 4.178 -1.377
O 19.156 -2.695 -3.365
O -37.395 -2.487 -3.896
O -30.068 -5.383 -3.632
O 3.25 -7.459 -5.284
O 14.318 3.016 25.111
O -37.119 2.141 -2.155
O -17.173 -5.363 -4.033
O 25.483 5.738 -5.524
O -37.528 7.875 25.228
O 36.951 7.287 -6.602
O -37.855 -5.453 -3.604
O 2.724 0.399 -3.738
O 18.016 -0.572 22.77
O -32.821 0.116 -0.522
O -34.766 1.829 -1
O 20.409 -6.813 -5.324
O 23.2 -0.116 -3.585
O 10.796 -1.632 25.369
O 48.91 5.654 -0.338
O -34.159 7.66 -4.916
O -25.709 -7.738 -1.026
O -30.921 -7.374 -1.434
O -12.178 1.445 25.898
O -45.285 -3.582 -1.219
O -35.941 7.556 -3.069
O -7.83 7.572 -3.881
O 8.936 -4.35 22.968
O -39.331 -3.259 -5.32
O 2.069 3.49 -1.121
O -27.337 5.399 -0.37
O 30.857 -1.846 -3.184
O -38.098 5.533 -0.589
O 39.341 6.42 -6.339
O -12.037 -3.838 22.985
O -20.111 -2.27 -1.44
O -43.319 1.811 25.041
O -15.761 -8.052 -3.931
O -39.317 2.028 23.089
O 13.608 5.402 22.211
O -43.519 0.089 -3.714
O -34.835 2.654 -3.421
O -16.404 -5.419 -0.389
O -2.842 -5.519 22.369
O -31.676 3.483 -1.241
O -47.047 4.566 23.381
O 31.9 -7.938 -6.708
O -21.874 -0.268 25.207
O -39.027 -0.688 -5.417
O 48.811 -5.231 -0.509
O -30.48 0.005 22.958
O -17.399 1.876 -5.742
O -16.883 -4.432 26.234
O -2.49 4.946 25.131
O -31.315 4.551 23.156
O -32.654 2.703 22.022
O -29.287 4.55 24.765
O -31.332 -6.93 22.923
O 27.462 2.591 25.3
O -37.537 -0.224 -2.964
O -35.755 -2.836 24.997
O 32.11 -5.3 25.142
O -28.73 5.902 22.592
O 0.948 1.641 -5.213
O -8.955 0.378 -6.156
O 32.992 -2.58 -4.515
O -34.935 7.394 25.354
O -11.146 0.128 -3.542
O -24.73 5.221 22.059
O -19.273 -8.187 -0.3
O -18.253 -2.375 -3.431
O -24.769 -0.765 -5.251
O 0.034 6.835 -4.335
O 17.107 -6.33 23.264
O -26.158 -1.749 22.947
O -16.614 -8.006 -6.44
O -48.505 -3.135 25.229
O -18.353 1.141 22.668
O -5.74 5.989 -3.54
O 40.966 -6.265 -4.535
O -21.858 -5.433 -3.523
O 4.191 4.399 -2.405
O -19.125 -5.642 22.168
O -17.073 -4.15 22.86
O -31.875 -6.992 -4.616
O -39.365 -5.532 26.063
O -10.434 -4.518 -4.312
O -19.751 1.172 -6.547
O -5.837 -5.258 -3.371
O -21.601 -7.878 -4.459
O -35.356 5.562 21.898
O 5.241 4.164 -6.03
O -44.884 -5.488 24.176
O -22.697 1.105 23.105
O -15.79 -1.837 22.682
O -26.604 -0.079 24.919
O 27.542 -0.727 -1.067
O 11.606 3.301 -3.426
O -13.733 5.36 24.908
O -7.947 5.109 25.737
O -3.955 0.8 -5.938
O -16.478 -0.15 -0.678
O 46.408 -2.432 -3.593
O -14.664 -1.959 -1.379
O 0.849 4.357 -5.202
O 7.665 2.113 24.518
O -10.884 -7.875 -3.676
O -19.67 -6.018 -4.819
O -48.705 -7.96 -4.146
O -2.973 -8.14 -0.739
O -30.788 1.538 -5.797
O -12.739 -3.8 -1.306
O 32.309 5.652 -6.826
O -34.322 -4.237 -1.603
O -46.845 7.182 -2.872
O -17.779 6.767 -1.77
O 39.421 4.09 -1.601
O -9.253 3.197 24.489
O -33.431 2.964 -5.636
O -37.113 -5.782 -1.091
O -35.717 1.589 -5.654
O -0.731 7.107 -1.279
O -8.305 -4.527 -2.767
O 19.005 2.311 -3.423
O -9.203 7.881 -6.131
O -25.232 -2.65 -3.517
O 4.129 -1.285 -2.457
O 0.48 -5.086 -3.276
O 29.978 5.419 22.226
O -31.085 1.892 -3.187
O -27.227 -5.622 -0.497
O -12.453 6.043 22.722
O -21.761 -0.374 -0.394
O -39.153 -4.279 -1.537
O 38.292 -4.466 -5.298
O -33.672 -6.634 -6.407
O -2.183 6.084 22.852
O -16.476 -3.771 -5.993
O 19.194 1.458 -1
O 7.176 -6.738 -1.757
O 16.597 5.763 24.826
O -23.615 -6.806 -2.216
O -7.268 -4.639 23.048
O -17.757 -3.262 -1.043
O -15.385 3.564 -6.225
O 45.823 3.14 25.978
O 0.067 -2.35 25.415
O 16.453 6.002 -6.671
O -27.282 7.159 -4.973
O -21.725 -2.73 22.161
O 12.082 7.046 -2.391
O -47.459 1.671 -5.876
O -21.133 -6.611 -1.286
O -3.475 1.389 -3.338
O 6.396 -1.734 22.993
O -20.268 3.337 -1.661
O -31.14 -7.019 25.433
O -13.589 2.734 -0.361
O 10.947 -5.446 -0.375
O -21.607 -3.504 -6.98
O 12.435 3.307 23.174
O -48.469 -4.092 -6.888
O 34.676 2.712 25.165
O 21.134 4.351 24.532
O 41.988 -2.705 25.126
O 3.017 -5.65 -3.318
O -29.149 -4.116 -1.451
O -25.781 -0.763 -1.101
O 12.318 1.386 24.983
O 30.631 -5.817 -5.654
O -29.79 7.157 24.587
O -27.258 6.245 24.785
O 30.236 -6.981 -3.38
O -23.619 7.005 -1.457
O -22.729 -4.524 -1.253
O 35.83 -3.222 -0.741
O 23.993 5.7 -3.377
O -30.25 -0.394 -4.037
O -8.808 5.424 -6.859
O 13.982 5.752 25.185
O -25.783 -2.582 25.445
O 12.328 -7.363 -5.336
O 18.654 -6.012 -3.479
O -43.658 0.951 -1.149
O -41.456 7.849 25.116
O 30.201 3.015 -3.461
O 2.461 6.377 -5.191
O -24.485 -2.862 -0.362
O 34.6 -8.025 -3.335
O -7.026 1.199 23.16
O -32.531 -5.569 -0.41
O -13.858 -0.2 21.968
O 28.798 7.299 -2.487
O -34.282 4.997 24.63
O 4.268 -1.867 -6.093
O -12.158 -1.231 -1.38
O -16.337 2.621 21.853
O 31.079 1.039 25.912
O -11.987 3.458 24.396
O -15.539 -7.18 23.024
O 45.926 3.416 -1.016
O -13.771 -5.509 22.069
O 30.937 -1.584 -5.778
O 24.343 -1.276 25.237
O -17.618 -2.244 24.503
O 34.439 -6.636 26.173
O -12.816 2.186 -4.149
O 46.283 0.559 -5.228
O -10.473 4.114 22.503
O -2.072 -5.299 -5.547
O 38.311 -4.5 24.577
O -10.901 8.027 22.022
O 39.029 -0.317 -5.945
O -12.574 0.075 -5.784
O -27.59 -1.705 -2.704
O -36.692 6.673 -5.49
O 19.791 -0.235 -3.598
O -2.035 0.911 23.151
O -27.096 -4.839 25.247
O -9.7 -0.655 -1.333
O 30.186 6.608 -5.845
O -47.356 6.602 -5.473
O -3.952 -0.904 23.068
O 7.469 1.825 -5.133
O 4.733 -5.318 -5.33
O -14.268 6.833 -2.452
O 2.877 8.023 -0.305
O 12.573 -3.545 25.111
O -9.505 -7.545 -1.428
O 26.841 -7.354 -3.187
O 32.748 6.992 -4.698
O 11.105 -5.516 -3.975
O 31.299 -7.148 23.598
O 21.275 1.566 -4.578
O -5.593 -7.822 -2.836
O -1.462 -1.898 -2.433
O -36.512 -2.079 -1.34
O -42.775 3.781 -5.475
O -41.852 6.188 -5.999
O -43.901 -7.734 24.781
O -8.076 -6.143 25.086
O 8.449 -5.186 25.325
O 46.959 -1.754 -6.133
O 35.113 -3.086 -5.928
O -11.094 3.908 -3.121
O -21.02 -7.452 22.939
O 21.708 -2.189 -3.502
O -42.693 5.602 -3.58
O -3.571 -6.517 -3.849
O -8.539 -0.243 21.908
O -6.643 4.741 -5.661
O -39.479 1.185 -1.575
O 48.673 4.641 -5.389
O -6.176 -7.961 25.163
O 46.071 4.493 -5.189
O -42.477 4.268 -1.381
O -3.411 0.191 25.394
O -1.975 -3.704 25.97
O -4.932 6.778 -5.924
O -4.829 -0.777 -4.054
O -30.268 4.346 -3.299
O 28.744 4.66 -4.905
O -35.126 4.77 -5.142
O 25.275 2.952 -6.058
O 24.979 2.085 25.601
O 36.197 -4.669 26.123
O 38.645 0.37 -3.476
O -41.03 -7.937 -3.599
O -37.533 -4.564 24.575
O 43.769 0.197 -4.19
O -18.573 -7.234 -2.799
O 44.447 -3.496 -2.164
O -17.959 7.127 -4.447
O -10.925 -5.553 -0.47
O -23.206 -0.744 -3.136
O 29.886 -4.309 -3.488
O 15.401 -2.601 25.815
O -7.756 2.316 -0.384
O -33.597 0.547 -4.565
O 20.09 0.993 23.152
O -19.738 4.906 25.363
O 36.882 -6.589 -5.815
O 14.273 1.367 23.075
O -6.504 3.358 24.499
O 25.977 -4.794 -3.673
O 36.574 -3.357 23.087
O -46.091 -2.831 -3.56
O 37.783 -4.514 -2.725
O -2.396 7.243 -3.193
O 37.924 -1.95 24.954
O -7.943 -3.925 -5.22
O 32.659 2.506 22.309
O -34.264 -6.761 -2.512
O -15.829 6.01 -5.411
O -3.716 -3.033 -3.202
O -44.797 -0.69 -5.994
O 7.262 5.943 -5.572
O -18.251 -1.935 -6.19
O -10.772 1.965 -5.502
O -5.801 3.048 21.933
O -5.279 5.268 -0.468
O -40.448 4.364 -4.494
O 48.445 2.838 25.998
O -33.662 7.1 23.02
O -23.471 1.733 -3.954
O 1.975 -4.647 -5.386
O -14.377 4.152 22.704
O -18.526 0.114 25.004
O -38.957 7.029 23.154
O -43.31 -6.876 -4.426
O 23.188 -1.618 -1.386
O -25.235 7.77 -3.411
O -45.869 5.875 25.647
O 21.294 -6.066 -2.99
O 0.263 -0.604 -3.924
O 11.307 -3.043 -3.166
O -29.166 0.43 25.304
O 25.837 3.875 -3.666
O -31.191 -4.616 24.269
O 28.659 1.553 -1.783
O 18.858 1.042 -5.716
O 34.268 -1.486 23.686
O -8.145 -2.628 -0.382
O -40.906 2.759 -0.205
O -40.856 0.074 22.122
O 1.724 5.367 -2.914
O 30.386 -1.563 25.091
O 19.026 5.237 25.382
O 12.178 7.571 25.343
O -8.721 7.583 25.2
O -42.859 1.169 -6.013
O -41.647 -3.808 -6.412
O 28.616 2.014 -5.254
O -41.018 5.304 25.759
O -46.619 3.039 -3.869
O 48.01 -3.535 23.051
O 27.005 5.516 -0.42
O -2.17 3.64 -3.427
O 41.053 -4.138 -5.961
O 35.677 0.304 25.025
O -29.006 -7.692 -6.094
O 23.481 -8.035 -6.393
O 37.253 4.862 -5.594
O -10.366 -4.562 -6.862
O -28.436 1.594 23.164
O -18.848 -0.126 -4.504
O 23.687 2.371 -4.022
O 35.286 -3.056 -3.278
O -8.461 2.953 -6.189
O -29.236 6.985 -1.218
O 11.938 4.911 -5.443
O 27.264 0.056 -6.332
O 41.553 0.77 25.245
O 40.774 -8.018 -0.098
O 40.964 5.036 -4.871
O -35.313 -4.872 -3.978
O -24.184 -0.815 24.373
O 13.333 -1.096 25.759
O -43.153 -0.811 25.207
O -15.046 0.862 -6.033
O 41.975 -7.096 23.678
O -22.212 1.595 -6.187
O -13.366 -7.161 -3.554
O 16.095 -5.211 -3.36
O 5.205 -2.169 25.229
O 39.593 -6.47 23.304
O 22.071 -3.345 -6.751
O -45.119 6.268 23.129
O 0.012 0.039 -0.428
O 23.101 3.732 26.109
O 18.105 0.959 24.894
O -12.706 7.331 -5.256
O 33.229 -0.354 25.825
O -4.651 -7.284 23.099
O 10.721 -0.412 -3.125
O -1.828 -7.911 -5.399
O 38.564 4.246 24.039
O 34.39 1.265 -5.839
O -10.067 6.321 -2.445
O -19.67 2.377 24.668

Results
total energy: -609925.698 eV
total energy less fixed offsets of O -438.25, Si -107.07 eV per atom: -6.498 eV

Forces (eV/angstrom) on atoms 491 to 1164 of the 3024, counted in the order above; the others are left out for length: element, x, y, z
Si -0.01 -0.008 -0.013
Si 0.029 0.025 0.017
Si 0.028 -0.027 0.009
Si -0.003 0.007 -0.027
Si 0.018 0.007 -0.005
Si -0.026 -0.029 -0.039
Si 0.005 0.009 0.012
Si 0.003 -0.005 0.018
Si 0.016 -0.012 -0.014
Si 0.003 0.03 0.024
Si 0.004 -0.002 0.01
Si -0.002 0.03 0.015
Si 0.008 0.016 0.002
Si -0.001 -0.012 0.017
Si 0.014 0.012 0.009
Si 0.008 -0.013 0.001
Si -0.007 -0.003 0.004
Si 0.005 0.006 -0.003
Si -0.013 0.001 0.008
Si -0.006 -0.009 0.003
Si -0.025 0.009 0.003
Si 0.009 -0.012 0.013
Si -0.005 -0.002 0.001
Si 0.016 -0.016 0.008
Si -0.002 0.003 -0.004
Si 0.002 -0.025 0.006
Si 0 -0.007 -0.011
Si 0.005 0.02 -0.002
Si 0.011 -0.018 -0.013
Si -0.011 0.014 -0.003
Si -0.001 -0.011 -0.011
Si -0.028 -0.001 -0.012
Si -0.015 -0.032 0.006
Si 0.004 0 0.002
Si 0.007 -0.006 -0.018
Si 0.012 -0.006 -0.001
Si 0.024 0.027 -0.009
Si 0.006 0.002 0.004
Si 0.011 0.011 0
Si 0.011 -0.018 -0.023
Si -0.03 0.003 0.02
Si 0.005 0.019 0.019
Si -0.005 0.023 -0.01
Si 0.002 0.002 0.001
Si -0.01 -0.01 -0.006
Si -0.027 -0.028 0.011
Si -0.01 -0.021 0.015
Si -0.001 -0.011 0.009
Si 0.016 0.027 -0.005
Si -0.017 0.018 -0.032
Si -0.033 0.008 -0.022
Si 0.021 0.008 0
Si -0.014 -0.001 0.001
Si 0.029 -0.012 -0.011
Si -0.006 -0.028 -0.022
Si 0.006 0.025 0.01
Si -0.011 -0.045 -0.001
Si 0.005 0.037 -0.065
Si 0.002 -0.006 -0.005
Si -0.001 -0.018 -0.01
Si -0.007 0.005 -0.015
Si -0.014 0.006 -0.022
Si -0.001 -0.009 -0.012
Si -0.009 0.016 -0.02
Si 0.038 -0.012 -0.013
Si -0.012 0.007 -0.026
Si -0.005 -0.001 -0.028
Si -0.003 0.017 -0.003
Si 0.057 -0.041 -0.009
Si 0.005 -0.004 0.033
Si 0.016 -0.001 0.035
Si -0.006 0.023 0.041
Si -0.041 0.022 0.063
Si -0.014 0.035 0.019
Si 0.045 -0.027 0.025
Si -0.013 0.018 0.005
Si -0.014 0.045 0.059
Si -0.014 0.006 0.069
Si -0.034 0.009 0.051
Si 0.003 -0.017 0.038
Si 0 0 0.034
Si 0.022 -0.013 0.046
Si -0.008 -0.002 0.062
Si -0.001 -0.061 0.055
Si -0.01 -0.003 0.071
Si 0.01 -0.02 0.043
Si -0.372 -0.294 -0.584
Si 0.281 0.094 -0.657
Si -0.034 0.085 -0.696
Si -0.084 -0.251 -0.699
Si -0.276 -0.044 -0.709
Si 0.297 0.05 -0.713
Si -0.014 0.263 -0.731
Si -0.096 -0.262 -0.731
Si -0.033 0.173 -0.522
Si -0.013 0.187 -0.664
Si 0.303 0.198 -0.752
Si -0.281 -0.143 -0.736
Si 0.135 0.176 -0.701
Si -0.159 -0.111 -0.819
Si 0.202 0.211 -0.757
Si 0.029 -0.017 -0.75
Si -0.098 -0.128 -0.696
Si 0.114 0.171 -0.79
Si -0.033 -0.017 -0.152
Si -0.001 0.068 -0.102
Si 0.051 -0.121 -0.033
Si 0.058 0.061 0.001
Si 0.084 -0.058 0.037
Si -0.033 -0.053 0.021
Si 0.107 0.068 -0.052
Si 0.077 -0.133 -0.134
Si -0.04 -0.153 0.012
Si 0.017 0.09 -0.164
Si 0.258 -0.013 0.005
Si 0.105 0.059 0.142
Si 0.037 0.087 -0.07
Si -0.052 0.001 -0.081
Si 0.088 -0.043 -0.164
Si 0.046 -0.044 -0.143
Si 0.014 -0.093 -0.018
Si -0.104 0.088 0.033
Si 0.015 0.083 -0.002
Si 0.051 -0.076 0.016
Si -0.07 0.048 0.015
Si 0.058 0.071 -0.007
Si -0.022 0.052 0.095
Si -0.084 0.088 0.004
Si 0.05 -0.03 0.144
Si 0.057 -0.016 0.088
Si -0.07 -0.032 0.04
Si -0.006 -0.102 0.064
Si 0.092 -0.045 -0.031
Si 0.044 0.078 -0.041
Si -0.009 0.057 0.027
Si -0.007 0.007 -0.171
Si 0.036 -0.049 0.133
Si 0.007 0.04 -0.021
Si -0.131 0.046 0.178
Si -0.124 -0.073 0.026
Si -0.037 0.075 0.076
Si 0.108 -0.026 0.001
Si -0.031 -0.004 -0.144
Si -0.17 0.136 -0.047
Si -0.109 0.06 -0.045
Si -0.03 -0.017 0.114
Si 0.029 0.019 -0.011
Si 0.051 0.015 0.144
Si 0.015 -0.126 -0.177
Si 0.131 -0.07 0.081
Si -0.007 -0.08 -0.01
Si -0.044 0.002 -0.047
Si -0.066 0.079 0.005
Si -0.039 0.129 0.187
Si -0.148 0.088 -0.039
Si -0.015 0.05 0.042
Si 0.084 0.033 0.005
Si -0.168 -0.017 -0.076
Si 0.334 -0.137 0.729
Si -0.105 -0.037 0.78
Si 0.238 -0.354 0.696
Si 0.231 -0.256 0.673
Si 0.174 -0.165 0.698
Si -0.1 0.096 0.715
Si -0.286 0.309 0.728
Si 0.407 -0.286 0.657
Si -0.299 0.389 0.785
Si -0.092 0.196 0.665
Si 0.181 -0.067 0.743
Si 0.234 -0.318 0.766
Si 0.156 -0.232 0.687
Si -0.035 0.08 0.73
Si 0.003 -0.272 0.636
Si -0.456 0.349 0.61
Si -0.215 0.09 0.725
Si -0.146 0.337 0.706
Si -0.023 0.016 -0.067
Si 0.029 -0.002 -0.058
Si -0.029 -0.016 -0.024
Si 0.014 0.018 -0.042
Si 0.011 -0.021 -0.022
Si 0.013 0.004 -0.037
Si -0.008 -0.026 0.003
Si 0.043 0.013 -0.055
Si 0.009 0.001 -0.038
Si 0.017 -0.045 -0.038
Si -0.001 0.015 -0.05
Si -0.017 -0.041 -0.04
Si -0.037 -0.005 -0.039
Si -0.022 -0.045 -0.031
Si 0.038 0.015 0.003
Si -0.004 0.026 -0.05
Si 0.017 0.019 -0.047
Si -0.007 0.008 -0.037
Si -0.009 0.001 0.01
Si 0.02 0.024 0.017
Si -0.007 -0.019 0.011
Si -0.002 0.019 0.015
Si 0.028 0.013 0.015
Si -0.011 -0.01 -0.01
Si 0.001 -0.001 0.027
Si -0.017 0.007 0.023
Si -0.013 -0.022 0.006
Si 0.009 0.02 0.014
Si -0.011 -0.006 0.038
Si 0.019 0.007 0.016
Si -0.015 0 0.003
Si -0.023 0.003 0.017
Si -0.024 0.015 0.02
Si -0.032 -0.017 0.009
Si -0.017 0.003 0.036
Si 0.03 -0.034 0.03
Si 0.003 0.015 -0.03
Si -0.003 -0.028 0.004
Si 0.019 -0.011 -0.022
Si -0.013 0.012 0.041
Si 0.012 -0.018 -0.021
Si -0.01 0.007 0.014
Si -0.002 0.003 -0.002
Si -0.004 0.001 -0.017
Si -0.015 0.005 -0.014
Si 0.001 0.01 0.003
Si 0.002 -0.022 -0.007
Si 0.004 0.006 0.003
Si 0.01 0.007 0.008
Si -0.01 -0.012 0.017
Si 0.012 0.014 -0.019
Si 0.011 -0.018 0.01
Si -0.003 0.002 -0.016
Si 0.001 0.015 -0.001
Si 0.01 0.024 -0.011
Si -0.001 -0.008 -0.018
Si 0.026 -0.004 0.007
Si 0.005 0.018 -0.005
Si 0 0.007 -0.013
Si 0.001 0.009 -0.008
Si -0.016 0.02 -0.007
Si 0.003 -0.011 -0.006
Si 0.005 0.011 -0.005
Si 0.003 -0.011 -0.005
Si -0.005 0.004 -0.003
Si -0.006 -0.01 0.002
Si 0.006 -0.002 -0.01
Si -0.003 0.003 0.014
Si -0.001 -0.006 -0.018
Si -0.009 -0.01 -0.02
Si -0.001 -0.013 -0.012
Si 0.005 -0.017 -0.002
Si -0.002 0.01 0.024
Si 0 -0.008 -0.006
Si -0.031 -0.021 0.025
Si -0.023 -0.005 0.029
Si 0.014 -0.026 0.019
Si 0.011 -0.006 0.006
Si 0.008 -0.015 0.013
Si -0.001 0.006 0.002
Si -0.009 0 0
Si 0.011 0.013 0
Si 0.014 0.006 0.005
Si 0.001 0.001 0.008
Si 0.011 -0.008 -0.015
Si 0.028 0.004 0.017
Si 0.006 0.013 0.001
Si -0.004 -0.004 -0.021
Si -0.017 0.009 -0.009
Si -0.01 0.003 -0.001
Si 0.02 0 -0.038
Si 0.006 -0.002 0.007
Si -0.013 0.007 0.019
Si 0.029 0.001 -0.029
Si 0.022 -0.018 -0.023
Si 0.012 0.012 -0.052
Si -0.006 -0.011 -0.029
Si 0.007 0.024 -0.037
Si 0.007 0.013 -0.036
Si 0.007 -0.021 -0.016
Si -0.025 0.01 -0.003
Si 0.009 0 -0.033
Si -0.01 -0.028 -0.001
Si 0.01 -0.013 -0.046
Si -0.016 -0.03 -0.015
Si -0.005 0.011 -0.022
Si -0.019 0.004 -0.024
Si 0.001 0.004 0.005
Si 0.005 0.016 0.061
Si -0.004 -0.014 0.059
Si 0.028 0.019 0.059
Si 0.005 0.012 0.056
Si -0.052 -0.004 0.032
Si 0.004 0.035 0.068
Si 0.009 0.002 0.037
Si 0.011 0.012 0.04
Si 0.011 0.006 0.055
Si -0.015 -0.01 0.063
Si -0.012 0.009 0.071
Si 0.012 -0.023 0.069
Si -0.006 -0.011 0.015
Si -0.011 -0.004 0.043
Si 0.031 0.008 0.021
Si 0.004 -0.002 0.029
Si 0.018 0.016 0.076
Si 0.004 -0.008 0.031
Si -0.199 -0.109 -0.74
Si 0.104 0.059 -0.783
Si 0.21 0.174 -0.689
Si -0.273 -0.164 -0.738
Si -0.11 -0.392 -0.649
Si 0.347 0.065 -0.728
Si -0.134 -0.075 -0.71
Si 0.229 0.065 -0.669
Si -0.212 -0.087 -0.731
Si 0.113 0.189 -0.757
Si 0.25 0.251 -0.724
Si -0.214 -0.214 -0.692
Si 0.048 0.117 -0.702
Si -0.147 -0.272 -0.742
Si -0.411 -0.289 -0.571
Si 0.271 0.214 -0.695
Si -0.255 0 -0.644
Si 0.103 0.214 -0.769
Si -0.065 0.11 0.006
Si -0.04 0.081 0.069
Si 0.002 0.073 -0.211
Si -0.101 0.033 -0.012
Si 0.005 0.083 0.02
Si 0.048 -0.043 0.161
Si 0.112 0.077 -0.034
Si 0.093 -0.063 -0.133
Si 0.026 0.039 0.111
Si 0.057 -0.028 -0.08
Si -0.108 0.061 0.033
Si 0.063 -0.149 0.203
Si -0.012 0.079 -0.028
Si -0.077 -0.092 0.059
Si 0.01 0.016 0.12
Si 0.056 0.044 -0.144
Si -0.011 0.013 -0.053
Si -0.069 0.032 0.108
Si -0.026 -0.061 0.11
Si 0.052 0.072 0.033
Si -0.01 -0.072 0.025
Si -0.046 0.039 -0.091
Si -0.02 0.051 -0.077
Si 0.061 -0.142 -0.126
Si 0.106 -0.031 -0.023
Si 0.135 -0.006 -0.094
Si 0.008 -0.012 0.052
Si -0.045 0.066 0.087
Si -0.057 -0.139 0.01
Si -0.087 -0.017 -0.088
Si 0.028 0.057 -0.065
Si 0.137 -0.103 -0.055
Si 0.136 0.065 0.113
Si 0.112 -0.098 0.018
Si 0.09 0.122 -0.035
Si -0.088 0.192 0.221
Si -0.012 -0.103 0.166
Si -0.037 -0.084 -0.034
Si -0.063 0 0.059
Si 0.043 0.189 0.141
Si 0.124 0.019 0.082
Si -0.063 -0.104 0.112
Si -0.054 -0.002 -0.027
Si 0.033 -0.047 0.144
Si 0.08 -0.032 -0.092
Si 0.021 0.054 0.042
Si 0.076 -0.01 0.011
Si -0.058 0.048 0.043
Si 0.111 0.007 0.074
Si -0.079 -0.049 0.049
Si 0.177 -0.019 0.08
Si -0.079 -0.044 -0.054
Si 0.061 0.013 -0.03
Si 0.051 -0.027 -0.094
Si 0.139 -0.248 0.676
Si -0.074 0.057 0.694
Si 0.455 -0.259 0.686
Si -0.136 0.165 0.712
Si 0.209 -0.225 0.7
Si -0.061 0.232 0.728
Si -0.291 0.018 0.723
Si -0.129 0.221 0.704
Si 0.307 -0.133 0.61
Si -0.144 0.207 0.715
Si 0.174 0.001 0.648
Si 0.081 -0.254 0.738
Si 0.273 -0.155 0.624
Si -0.108 0.238 0.572
Si 0.242 -0.15 0.656
Si 0.363 -0.36 0.648
Si -0.192 0.259 0.723
Si -0.248 -0.008 0.678
Si 0.044 -0.01 -0.065
Si -0.007 0.019 -0.074
Si -0.028 0.012 -0.032
Si 0.003 -0.028 -0.031
Si -0.009 0.004 -0.053
Si 0.009 -0.025 -0.065
Si 0.007 0.005 -0.048
Si -0.013 0.013 -0.031
Si -0.025 0.005 -0.015
Si -0.006 0.002 -0.053
Si -0.019 -0.002 -0.036
Si -0.021 0.01 -0.043
Si -0.013 -0.011 -0.052
Si 0.011 -0.017 -0.073
Si -0.045 0.021 -0.057
Si 0.006 -0.025 -0.079
Si 0.017 -0.02 -0.059
Si 0.004 0.028 -0.05
Si 0.031 0.006 0.012
Si 0.013 -0.023 0.036
Si 0.024 0.003 0.02
Si 0 0.008 0.005
Si -0.019 -0.005 0.04
Si -0.002 0.018 -0.004
Si -0.006 0.018 0.001
Si 0.017 -0.003 0.017
Si 0.008 -0.007 0.018
Si 0.017 0.004 0.009
Si 0.002 0.01 0.023
Si 0.003 -0.023 0.049
Si 0.02 -0.012 0.015
Si -0.011 -0.005 0.012
Si 0.027 0.01 0.039
Si 0.022 0.013 0.047
Si 0.021 -0.01 0.013
Si -0.007 0.008 0.02
Si -0.012 0.005 0.017
Si -0.006 0.005 0.005
Si 0.003 0.001 -0.012
Si 0.002 -0.005 0.02
Si 0.013 0.013 -0.012
Si -0.009 0.014 -0.004
Si -0.016 -0.017 0.006
Si 0.019 0.005 0.023
Si -0.007 0.006 -0.015
Si -0.014 -0.012 0.004
Si -0.002 0.009 -0.001
Si -0.012 -0.007 -0.018
Si -0.003 0.006 0.011
Si -0.008 -0.015 -0.006
Si -0.003 0.001 -0.006
Si -0.015 -0.007 -0.013
Si -0.018 -0.002 0.002
Si -0.005 0.024 0.005
Si 0.01 0.006 -0.002
Si -0.003 0.003 -0.01
Si -0.007 -0.011 -0.013
Si -0.004 0.006 -0.019
Si 0.023 0.005 -0.022
Si 0.011 0.001 0.005
Si 0.02 -0.015 -0.011
Si -0.009 -0.015 -0.015
Si -0.014 0.001 -0.004
Si -0.001 0.002 -0.007
Si 0.008 -0.004 -0.01
Si 0.01 -0.004 -0.017
Si -0.004 0 -0.001
Si 0.007 -0.003 0
Si 0.002 -0.009 -0.004
Si 0.002 0.003 -0.01
Si 0.001 -0.017 -0.008
Si 0 -0.005 0.001
Si -0.028 0.032 0.011
Si 0.002 -0.011 0.03
Si 0 0.014 -0.031
Si -0.021 0.001 -0.014
Si -0.018 -0.015 0.011
Si -0.012 0.013 0.026
Si 0.015 0.006 0.003
Si 0.004 -0.001 -0.018
Si 0.008 0.026 0.016
Si -0.013 0.015 -0.012
Si 0.007 -0.026 0.015
Si -0.004 0.002 0.017
Si 0.003 -0.001 -0.002
Si 0.01 -0.012 0.019
Si 0.006 0.005 0.019
Si 0 -0.008 0.009
Si -0.003 0.029 0.012
Si 0.006 -0.004 -0.013
Si -0.006 -0.005 -0.003
Si -0.007 -0.03 -0.038
Si 0.021 -0.009 -0.021
Si -0.013 -0.008 -0.049
Si 0.054 0.002 0.006
Si 0.026 -0.02 -0.006
Si 0.021 0.001 -0.046
Si -0.014 -0.002 -0.027
Si 0.024 0.039 -0.036
Si 0.008 -0.038 0.001
Si 0.005 0.038 -0.018
Si 0.014 0.002 -0.028
Si -0.007 -0.004 -0.013
Si 0.011 -0.012 -0.024
Si 0.006 -0.006 -0.017
Si 0.003 -0.025 -0.029
Si -0.007 0.006 -0.026
Si -0.009 0.002 -0.009
Si 0.038 0.042 0.036
Si -0.063 -0.029 0.023
Si 0.022 0.016 0.071
Si -0.01 -0.011 0.066
Si 0 0.002 0.024
Si -0.051 0.009 0.044
Si -0.051 0.036 0.049
Si 0.012 -0.022 0.045
Si 0.01 -0.026 0.021
Si -0.004 0.005 0.066
Si 0.002 -0.031 0.049
Si 0.037 -0.011 0.054
Si 0.01 -0.032 0.055
Si -0.011 0.024 0.057
Si -0.014 0.012 0.067
Si -0.002 0.011 0.04
Si 0.006 0.004 0.051
Si 0.024 -0.023 0.063
Si -0.023 -0.079 -0.77
Si -0.181 -0.174 -0.808
Si 0.31 0.166 -0.661
Si -0.193 -0.012 -0.664
Si -0.259 -0.32 -0.628
Si 0.235 0.361 -0.646
Si -0.244 -0.193 -0.689
Si 0.265 0.371 -0.642
Si 0.053 0.004 -0.484
Si 0.053 0.155 -0.742
Si 0.435 0.176 -0.658
Si -0.212 -0.193 -0.747
Si 0.138 0.181 -0.707
Si -0.053 -0.125 -0.729
Si -0.121 -0.203 -0.794
Si 0.278 0.171 -0.684
Si -0.123 -0.1 -0.667
Si 0.014 0.18 -0.753
Si -0.112 -0.093 -0.021
Si -0.155 -0.035 -0.044
Si 0.117 -0.045 -0.052
Si 0.107 0.005 -0.145
Si -0.097 0.001 0.151
Si -0.087 -0.067 -0.149
Si 0.021 0.017 -0.031
Si 0.033 0.094 -0.133
Si -0.092 -0.105 -0.072
Si 0.025 0 -0.111
Si -0.001 0.06 0.081
Si 0.009 0.005 -0.023
Si -0.07 -0.032 -0.047
Si 0.006 0.015 -0.023
Si -0.063 0.011 0.009
Si -0.06 -0.016 -0.258
Si 0.018 -0.051 -0.148
Si 0.011 -0.152 0.036
Si 0.081 -0.011 0.155
Si -0.016 -0.029 0.03
Si -0.073 0.044 -0.028
Si -0.017 0.117 -0.08
Si 0.066 -0.054 0
Si 0.041 0.012 0.047
Si -0.06 0.065 0.078
Si 0.046 -0.109 -0.017
Si 0.159 -0.078 0.063
Si 0.022 0.021 -0.006
Si 0.053 0.073 -0.106
Si -0.002 0.003 -0.039
Si -0.025 0.042 -0.017
Si -0.034 0.07 -0.031
Si 0.195 0.063 0.21
Si 0.12 0.006 -0.03
Si 0.053 -0.055 0.085
Si 0.007 0.002 -0.031
Si -0.167 -0.095 0.052
Si 0.006 0.036 -0.105
Si 0.009 -0.024 0.019
Si 0.004 -0.107 0.024
Si 0.077 0.08 -0.076
Si -0.178 0.029 0.22
Si 0.068 -0.004 0.049
Si -0.168 0.08 0.029
Si 0.02 0.077 -0.024
Si 0.065 -0.061 0.078
Si 0.013 -0.083 0.061
Si 0.116 -0.091 -0.067
Si -0.001 -0.002 0.163
Si 0.031 0.009 -0.289
Si -0.039 0.003 0.184
Si -0.02 -0.087 0.186
Si -0.05 0.023 -0.08
Si 0.106 -0.026 0
Si 0.17 -0.004 0.711
Si 0.093 -0.236 0.656
Si -0.282 0.052 0.73
Si -0.027 0 0.496
Si 0.238 -0.203 0.745
Si -0.092 0.192 0.662
Si -0.305 0.088 0.609
Si -0.001 0.015 0.513
Si -0.309 0.138 0.734
Si -0.103 0.172 0.669
Si 0.294 -0.161 0.666
Si 0.031 -0.038 0.72
Si 0.102 -0.171 0.727
Si -0.216 0.193 0.691
Si 0.271 -0.107 0.683
Si -0.422 0.171 0.694
Si -0.163 0.043 0.715
Si 0.048 0.014 0.723
Si 0.027 -0.061 -0.05
Si 0.032 0.014 -0.054
Si -0.05 0.009 -0.052
Si 0.038 0.03 -0.009
Si -0.014 0.006 -0.036
Si -0.012 0.023 -0.042
Si 0.008 -0.016 -0.051
Si 0.008 0.036 -0.05
Si -0.026 0.027 -0.121
Si 0.044 -0.029 -0.071
Si -0.021 -0.023 -0.046
Si 0.045 -0.017 -0.057
Si 0.04 -0.019 -0.036
Si -0.001 -0.025 -0.066
Si -0.007 0.019 -0.024
Si -0.012 0.005 -0.025
Si -0.043 0.03 -0.056
Si 0.022 -0.012 -0.026
Si -0.005 0.052 0.017
Si 0.024 0.016 0
Si -0.06 -0.017 0.027
Si -0.022 -0.025 -0.013
Si 0.006 -0.016 0.024
Si -0.003 0.002 0.003
Si 0.011 0.011 0.027
Si -0.006 -0.013 0.044
Si 0.045 0.03 0.011
Si 0.023 0.03 -0.004
Si 0.015 0.006 -0.002
Si -0.008 -0.009 0.053
Si 0.011 0 0.02
Si -0.015 -0.001 0.011
Si -0.017 -0.039 0.036
Si -0.001 0.008 0.005
Si -0.015 -0.003 0.061
Si -0.028 -0.001 0.015
Si 0.016 -0.019 -0.003
Si -0.052 0.004 -0.074
Si -0.017 0.04 0.024
Si 0.01 -0.008 0.02
Si -0.036 -0.013 -0.026
Si 0.023 0.003 0.015
Si -0.014 -0.029 -0.011
Si -0.002 0.02 -0.024
Si -0.003 0.014 0.013
Si 0.006 -0.052 0.036
Si 0.023 -0.001 -0.013
Si 0.008 -0.02 -0.008
Si 0 -0.011 0.002
Si -0.006 0.019 0.023
Si 0.024 0.027 -0.008
Si -0.008 -0.027 0.016
Si 0.018 -0.005 -0.008
Si -0.01 0.002 -0.013
Si 0.005 0.003 -0.018
Si -0.013 0.009 -0.013
Si -0.003 0.005 -0.004
Si -0.005 -0.021 0.008
Si 0.003 0 -0.01
Si 0 0.008 0.003
Si 0.012 0.004 -0.008
Si -0.01 -0.007 -0.004
Si 0.007 -0.014 -0.018
Si -0.025 0.006 0
Si -0.017 0.009 -0.011
Si 0.004 0.01 0.003
